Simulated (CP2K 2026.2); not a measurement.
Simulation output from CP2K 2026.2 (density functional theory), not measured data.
Periodic cell of 1152 atoms, Si864O288, from a study of silicon, its oxide and their interface. The atomic structure is a simulated model.
Doubt: the forces sum to 3.66 eV/angstrom along one axis rather than to zero, so they err by at least 0.0032 eV/angstrom per atom on average; the grid cutoff is modest.

Settings
functional: PBE
method: Gaussian and plane waves
basis set: DZVP-MOLOPT-SR-GTH
pseudopotentials: GTH-PBE
grid cutoff: 350 Ry, relative cutoff 50 Ry
k points: Gamma only
occupations: fixed
spin: none
net charge: 0

Cell vectors (angstrom)
a, 32.64, 0, 0
b, 0, 16.32, 0
c, -3.5297, -2.4667, 38.7658

Atoms and the computed forces on them: element, x, y, z (angstrom), force x, y, z (eV/angstrom)
Si, -1.848, 12.2874, 38.757, -0.2592, 0.0346, 0.7511
Si, 4.1991, 1.2475, 0.3188, 0.0271, 0.0624, 0.6823
Si, 0.7928, 4.4974, 0.1071, 0.1918, 0.0288, 0.6997
Si, 3.9641, 6.8319, 0.3447, 0.1508, -0.1345, 0.7086
Si, -1.6705, 6.7405, 38.7162, -0.3844, 0.3618, 0.6417
Si, 0.5579, 10.2562, 38.579, 0.1304, -0.3691, 0.7334
Si, 3.0246, 13.0975, 38.6707, 0.181, -0.3487, 0.7562
Si, 5.7506, -0.9214, 38.7546, 0.2628, -0.1061, 0.7785
Si, 7.1964, 3.8884, 0.1331, -0.2164, 0.0525, 0.7551
Si, 9.3785, 6.9535, 0.1114, 0.2663, -0.1816, 0.7189
Si, 7.1468, 9.1928, 0.1646, -0.1653, 0.1101, 0.7071
Si, 9.9547, 11.8617, 0.0741, -0.2231, 0.1501, 0.7763
Si, 12.3894, 14.6921, 0.399, 0.051, 0.0329, 0.7423
Si, 14.5073, 1.5222, 0.1463, 0.2857, -0.0478, 0.72
Si, 12.4389, 3.8804, 0.1435, -0.17, 0.148, 0.7965
Si, 15.1909, 6.5012, 0.0964, -0.1065, 0.1958, 0.8537
Si, 12.1729, 9.6342, 0.0736, 0.2094, -0.2101, 0.7491
Si, 14.6452, 12.5962, 0.0453, 0.1893, -0.1477, 0.7572
Si, 17.9124, 14.8311, 0.0513, -0.271, 0.1286, 0.7011
Si, 20.5212, 1.2131, 0.1603, -0.1778, 0.2729, 0.8119
Si, 17.4164, 4.3247, 0.1763, 0.0164, -0.1365, 0.8548
Si, 20.1226, 7.0081, 0.1138, 0.0898, -0.1172, 0.7341
Si, 14.4387, 6.8329, 38.7426, -0.1633, 0.0892, 0.7169
Si, 20.1141, 12.5878, 0.2274, 0.0502, -0.1506, 0.746
Si, 22.6527, 15.2535, 0.1749, 0.2996, -0.0507, 0.8149
Si, 25.5394, 1.6924, 0.0502, 0.0874, -0.1414, 0.723
Si, 23.2967, 3.9085, 0.052, -0.2235, 0.1565, 0.7784
Si, 25.455, 7.1034, 0.1541, 0.2098, -0.1971, 0.6869
Si, 23.1374, 9.2729, 0.2714, -0.047, 0.2201, 0.6295
Si, 22.159, 9.858, 38.5194, -0.057, 0.0441, 0.7658
Si, 25.407, 12.1635, 38.5052, -0.4844, 0.3542, 0.6947
Si, 27.5868, -0.8106, 38.7226, 0.0663, -0.1698, 0.6917
Si, 25.3374, 1.3975, 38.7128, -0.1759, 0.1663, 0.6323
Si, 31.329, 6.7747, 0.3401, 0.0153, 0.0155, 0.4621
Si, 25.585, 6.4981, 38.7142, -0.131, -0.0128, 0.6611
Si, 27.419, 9.6292, 38.5337, 0.5368, -0.2243, 0.524
Si, 2.7023, -0.0562, 1.4971, -0.0367, -0.0199, -0.007
Si, 5.5186, 2.7912, 1.4347, 0.0528, 0.0243, -0.0136
Si, 2.5949, 5.3609, 1.4481, -0.0204, -0.0569, -0.034
Si, 5.5656, 8.0788, 1.4957, 0.0207, 0.0324, -0.0268
Si, 2.9613, 10.9417, 1.1002, 0.0025, 0.0644, -0.0449
Si, 5.5806, 13.7782, 1.2413, 0.0118, 0.0429, -0.0826
Si, 8.1551, 0.0774, 1.4007, 0.0093, 0.0108, -0.0565
Si, 10.8674, 2.6707, 1.366, -0.0388, 0.0284, -0.059
Si, 8.2728, 5.4185, 1.5116, 0.0254, -0.0058, -0.0426
Si, 10.9788, 8.0987, 1.3901, -0.019, 0.0286, -0.0228
Si, 8.2528, 10.8588, 1.3551, 0.0026, 0.0251, -0.0635
Si, 10.8883, 13.4293, 1.5697, -0.0739, -0.0343, -0.007
Si, 13.5323, -0.0045, 1.5953, 0.0255, -0.0248, -0.0339
Si, 16.2355, 2.6603, 1.3405, -0.0424, 0.0325, -0.0617
Si, 13.6292, 5.4068, 1.458, 0.0239, -0.0133, -0.0711
Si, 16.3468, 8.1704, 1.3049, 0.0158, -0.0116, -0.0933
Si, 13.6546, 10.9012, 1.3708, 0.0002, -0.0086, -0.0797
Si, 16.2859, 13.6793, 1.3351, 0.0397, -0.0048, -0.0524
Si, 18.9829, 0.0396, 1.4604, 0.0207, 0.0112, -0.0729
Si, 21.7243, 2.7857, 1.3969, 0.0343, -0.0119, -0.043
Si, 18.9679, 5.4867, 1.4777, 0.008, 0.0091, -0.0453
Si, 21.6502, 8.085, 1.5562, -0.0666, -0.0204, -0.0271
Si, 19.0053, 10.8846, 1.3901, -0.0079, 0.0108, -0.0453
Si, 21.636, 13.7039, 1.5717, 0.0329, 0.0133, -0.0524
Si, 24.4231, 0.0268, 1.2944, -0.0241, 0.0018, -0.0345
Si, 27.2211, 2.7673, 1.2757, 0.0457, -0.0053, -0.0427
Si, 24.4172, 5.4502, 1.4189, 0.0034, -0.0367, -0.0437
Si, 27.2524, 8.1518, 1.2262, -0.0367, 0.0811, -0.0303
Si, 24.3324, 11.045, 1.265, 0.0414, -0.0101, -0.0207
Si, 27.2167, 13.5642, 1.0749, 0.0319, 0.0386, -0.0907
Si, 29.9565, -0.0414, 1.1309, 0.0032, 0.0152, -0.0275
Si, -0.1145, 2.8041, 1.4379, -0.0368, -0.0502, -0.0228
Si, 29.8748, 5.38, 1.4772, 0.0054, -0.071, -0.0568
Si, 0.1408, 8.2561, 1.3693, 0.08, -0.01, -0.0486
Si, 29.9805, 10.6684, 1.3412, -0.0554, 0.0372, 0.0141
Si, 0.026, 13.4147, 1.0203, 0.0002, -0.0167, -0.0262
Si, 1.3148, 1.3894, 2.7063, -0.009, -0.0047, 0.0168
Si, 4.0488, 4.0531, 2.7591, 0.0245, 0.0344, 0.0099
Si, 1.3814, 6.837, 2.7921, -0.0367, 0.0028, 0.0535
Si, 4.1839, 9.5824, 2.6559, -0.0489, -0.0082, 0.0242
Si, 1.4422, 12.1822, 2.5024, 0.0215, -0.0037, -0.0065
Si, 4.1643, 14.9512, 2.7647, 0.0448, 0.0315, 0.0036
Si, 6.8443, 1.4186, 2.8235, -0.0307, -0.0288, 0.0047
Si, 9.6228, 4.055, 2.8177, 0.0192, -0.0101, 0.0251
Si, 6.8564, 6.7189, 2.8574, -0.0292, -0.0494, 0.0413
Si, 9.586, 9.4756, 2.7541, 0.0137, -0.0109, 0.0158
Si, 6.8637, 12.3029, 2.6189, -0.0365, -0.0251, -0.0216
Si, 9.4846, 14.9313, 2.7243, 0.0171, 0.0152, -0.0056
Si, 12.147, 1.3569, 2.8483, -0.0291, 0.0197, 0.0255
Si, 14.9519, 4.0201, 2.7999, 0.0132, 0.0049, 0.0431
Si, 12.2912, 6.7784, 2.7913, 0.0032, -0.0084, -0.0082
Si, 15.0062, 9.5248, 2.7006, 0.0006, -0.017, -0.0021
Si, 12.3033, 12.1418, 2.876, 0.0118, -0.0181, 0.0385
Si, 15.0061, 14.9899, 2.8205, 0.0029, -0.0486, 0.0251
Si, 17.6099, 1.3873, 2.7623, -0.0049, 0.0383, -0.0037
Si, 20.3714, 4.119, 2.7683, 0.0025, -0.0061, -0.0197
Si, 17.6349, 6.8603, 2.8068, -0.0263, 0.0085, 0.0382
Si, 20.352, 9.5652, 2.8112, -0.0164, 0.0208, 0.0368
Si, 17.6022, 12.2482, 2.7155, -0.0046, 0.0157, 0.0292
Si, 20.2976, 15.0414, 2.8942, -0.0235, 0.0056, 0.0701
Si, 23.0966, 1.3813, 2.7345, -0.012, 0.0033, 0.0243
Si, 25.8821, 4.1178, 2.7039, -0.0249, -0.0124, 0
Si, 23.059, 6.7423, 2.8324, 0.0403, 0.0061, 0.0205
Si, 25.8547, 9.6271, 2.5463, -0.0287, 0.0134, 0.0067
Si, 23.0572, 12.2905, 2.7687, -0.0123, -0.0258, 0.0109
Si, 25.8514, 14.9236, 2.5388, -0.0036, -0.0241, -0.0165
Si, 28.5562, 1.289, 2.5748, 0.0192, 0.0142, 0.0002
Si, 31.2074, 4.0627, 2.8695, 0.0111, 0.0278, 0.0605
Si, 28.4951, 6.8006, 2.7224, 0.001, 0.0187, -0.008
Si, 31.3983, 9.527, 2.7613, 0.0309, -0.0413, 0.0354
Si, 28.5463, 12.1743, 2.5306, -0.0098, 0.006, 0.0042
Si, 31.3476, 14.8757, 2.4647, 0.0055, 0.0071, 0.0173
Si, -0.0346, -0.0605, 3.9679, -0.006, -0.0169, -0.0218
Si, 2.7105, 2.681, 4.1015, -0.0072, 0.0036, 0.0053
Si, -0.0156, 5.4697, 4.1277, 0.0076, -0.0246, -0.0347
Si, 2.792, 8.2218, 4.0578, -0.005, -0.0143, -0.0261
Si, 0.1092, 10.9221, 4.0315, 0.049, -0.0084, 0.0073
Si, 2.7425, 13.5407, 3.99, -0.0072, -0.0074, -0.0294
Si, 5.4729, 0.017, 4.1334, 0.0027, 0.0116, -0.0145
Si, 8.213, 2.7415, 4.1749, -0.023, 0.003, -0.0222
Si, 5.413, 5.4063, 4.1415, -0.0016, 0.0069, 0.0055
Si, 8.2148, 8.1397, 4.1378, 0.0168, 0.0164, -0.0261
Si, 5.5071, 10.9352, 4.0254, 0.0195, 0.0118, 0.0049
Si, 8.154, 13.5958, 4.0976, 0.0045, 0.0028, 0.0149
Si, 10.8184, -0.0411, 4.1469, -0.0175, 0.0097, -0.0055
Si, 13.5635, 2.7076, 4.166, 0.0292, 0.0069, -0.0243
Si, 10.9452, 5.4341, 4.1695, -0.0079, -0.0324, -0.0228
Si, 13.6438, 8.1729, 4.1009, 0.0077, 0.0246, -0.0208
Si, 10.907, 10.8067, 4.1793, -0.005, 0.0037, -0.0125
Si, 13.6361, 13.5953, 4.1536, -0.0111, 0.0019, -0.0175
Si, 16.3273, 0.0236, 4.1798, -0.0145, -0.006, 0.0006
Si, 19.0099, 2.7396, 4.1024, -0.0012, -0.0117, -0.0068
Si, 16.3004, 5.4368, 4.1347, 0.0031, -0.011, -0.0446
Si, 19.0048, 8.1982, 4.1643, 0.0031, -0.0169, -0.0237
Si, 16.3031, 10.8841, 4.1181, 0.0215, 0.0259, -0.0214
Si, 18.9585, 13.5925, 4.1391, -0.0101, -0.0202, -0.0211
Si, 21.7472, 0.0574, 4.1501, 0.0222, 0.0102, -0.0262
Si, 24.5006, 2.7329, 4.0544, -0.0039, 0.0012, -0.021
Si, 21.724, 5.411, 4.1848, -0.0025, 0.0077, 0.0075
Si, 24.5049, 8.2117, 3.9888, 0.0251, 0.0311, -0.0512
Si, 21.7399, 10.9094, 4.1343, -0.0195, -0.0061, -0.0017
Si, 24.5019, 13.6338, 4.0209, 0.0047, 0.0413, -0.0004
Si, 27.1924, -0.0455, 3.9557, 0.0005, 0.0019, -0.001
Si, 29.848, 2.6252, 4.0797, -0.0262, 0.0171, -0.0129
Si, 27.1818, 5.4575, 4.1138, 0.0037, -0.0025, 0.0035
Si, 29.9465, 8.1478, 4.0358, -0.0146, 0.0005, -0.0336
Si, 27.1928, 10.9066, 3.9932, -0.0192, -0.0001, -0.0162
Si, 29.9422, 13.5689, 3.8757, 0.0026, -0.0184, -0.0148
Si, 1.3645, 14.9176, 21.7086, -0.0004, -0.0149, 0.0197
Si, 4.0952, 1.2992, 21.7603, -0.0175, 0.0311, 0.0187
Si, 1.3435, 4.0216, 21.6944, -0.0026, 0.0016, -0.0172
Si, 4.0987, 6.7775, 21.6909, 0.0191, -0.0088, 0.0015
Si, 1.3333, 9.5508, 21.724, -0.0084, -0.0053, 0.0116
Si, 4.0422, 12.2437, 21.6867, 0.0069, -0.0082, -0.0147
Si, 6.7844, -1.3231, 21.7811, -0.0227, 0.0074, 0.0261
Si, 9.519, 1.3854, 21.8048, 0.0203, 0.0354, 0.0103
Si, 6.8253, 4.0333, 21.7458, 0.0051, 0.0006, 0.0027
Si, 9.5299, 6.7991, 21.7841, -0.0243, 0.0084, 0.0164
Si, 6.7984, 9.501, 21.7084, -0.0016, 0.0106, -0.0055
Si, 9.5233, 12.2757, 21.7345, 0.0107, -0.0071, 0.0039
Si, 12.2363, -1.3419, 21.7659, 0.0017, -0.012, 0.0165
Si, 14.9737, 1.4265, 21.7475, 0.0221, -0.0141, -0.0054
Si, 12.2147, 4.1154, 21.8518, 0.0091, -0.0158, 0.0229
Si, 14.9287, 6.8217, 21.8309, 0.0118, -0.0079, 0.0151
Si, 12.2377, 9.5204, 21.7623, -0.0079, 0.0018, 0.0087
Si, 14.9563, 12.2724, 21.7579, -0.0073, 0.0041, 0.0039
Si, 17.7078, -1.3415, 21.7203, -0.0038, -0.003, -0.0119
Si, 20.4186, 1.3852, 21.7218, 0.0073, 0.0009, -0.0069
Si, 17.6593, 4.1075, 21.7646, 0.0157, -0.0192, 0.0023
Si, 20.3931, 6.8246, 21.7971, 0.0081, 0.0103, 0.0138
Si, 17.6578, 9.5175, 21.7979, -0.0184, 0.0066, 0.013
Si, 20.4205, 12.2237, 21.7658, -0.0125, 0.0094, 0.0035
Si, 23.1447, -1.3693, 21.7213, -0.0133, -0.0048, -0.0056
Si, 25.864, 1.3403, 21.7065, 0.0048, -0.0097, 0.0029
Si, 23.1159, 4.0971, 21.7392, 0.0046, -0.0096, 0.0003
Si, 25.8514, 6.7979, 21.7558, 0.0033, 0.0088, 0.0036
Si, 23.1108, 9.5116, 21.7931, 0.0019, -0.0096, 0.0095
Si, 25.8308, 12.2153, 21.7892, -0.0062, 0.0128, 0.0264
Si, 28.5396, 14.9278, 21.7377, -0.0066, -0.0031, 0.0013
Si, -1.3532, 1.334, 21.7006, -0.0108, 0.0056, 0.0076
Si, 28.562, 4.0927, 21.6898, -0.0107, -0.0018, -0.0102
Si, -1.3598, 6.7861, 21.6948, 0.0049, -0.0009, -0.0013
Si, 28.5595, 9.4948, 21.7511, 0.0022, -0.0204, 0.0076
Si, -1.3498, 12.1967, 21.7528, 0.0019, 0.0015, 0.0137
Si, 2.6922, -0.0569, 23.101, 0.047, -0.0063, 0.0194
Si, 5.522, 2.6162, 23.1016, 0.0201, 0.001, 0.0048
Si, 2.7594, 5.3553, 22.9833, -0.0132, -0.0265, 0.0072
Si, 5.4389, 8.1423, 23.0647, 0.0088, -0.0133, 0.0179
Si, 2.6962, 10.9205, 23.0822, -0.0175, 0.0556, 0.0281
Si, 5.3268, 13.6421, 23.0481, -0.0245, -0.0021, 0.0028
Si, 8.1785, 0.0171, 23.1697, -0.0169, -0.0111, 0.0352
Si, 10.8482, 2.7436, 23.221, -0.0274, -0.0201, 0.0414
Si, 8.1768, 5.3947, 23.1109, 0.0346, -0.0185, -0.0117
Si, 10.9002, 8.1611, 23.1476, 0.0165, 0.0187, 0.0326
Si, 8.1428, 10.9002, 23.0278, 0.0137, 0.001, 0.0186
Si, 10.8675, 13.6227, 23.1385, 0.0019, -0.0111, -0.024
Si, 13.6117, 0.0609, 23.0595, 0.0039, 0.0389, -0.0057
Si, 16.3087, 2.7741, 23.158, -0.0139, -0.0104, 0.0002
Si, 13.546, 5.5054, 23.2367, -0.023, 0.0228, 0.0255
Si, 16.2652, 8.2058, 23.1949, 0.0151, -0.0016, 0.0441
Si, 13.5482, 10.9407, 23.0989, 0.0014, 0.0226, -0.0164
Si, 16.387, 13.5993, 23.0776, -0.0038, 0.0062, 0.0109
Si, 19.0231, 0.0683, 23.063, -0.0091, -0.0057, 0.0084
Si, 21.7871, 2.7145, 23.0952, -0.0197, -0.0049, 0.0205
Si, 19.0146, 5.4544, 23.1225, -0.0219, 0.0144, 0.021
Si, 21.7405, 8.1849, 23.1908, -0.0313, 0.0091, -0.0072
Si, 19.0798, 10.836, 23.1309, 0.0133, -0.0146, 0.0098
Si, 21.7927, 13.6044, 23.0874, 0.0295, -0.0252, 0.0218
Si, 24.5238, -0.0277, 23.0678, 0.0041, 0.0147, 0.01
Si, 27.2021, 2.7412, 23.0303, 0.0135, -0.0084, 0.0232
Si, 24.455, 5.4661, 23.1007, 0.0165, -0.007, 0.0178
Si, 27.232, 8.1242, 23.1312, -0.0076, 0.0216, 0.0225
Si, 24.4722, 10.8484, 23.1662, -0.0128, -0.0084, 0.0399
Si, 27.2052, 13.5691, 23.146, 0.0087, -0.0024, 0.0011
Si, 29.9087, -0.0076, 23.041, -0.0195, 0.0054, 0.0244
Si, -0.002, 2.6685, 23.0882, 0.0229, -0.0041, 0.0042
Si, 29.9544, 5.4038, 23.0518, -0.0268, 0.0081, 0.0027
Si, -0.0465, 8.1852, 23.0446, -0.0367, -0.0002, 0.0318
Si, 29.9152, 10.8442, 23.1189, 0.0291, -0.0194, 0.0006
Si, 0.0623, 13.5291, 23.0869, 0.0244, -0.0075, 0.0187
Si, 1.3343, 1.2864, 24.4559, 0.0064, -0.0012, -0.0012
Si, 4.0919, 3.9479, 24.3475, -0.0008, 0.0053, -0.0321
Si, 1.39, 6.7741, 24.2175, 0.0426, -0.009, -0.0465
Si, 4.0696, 9.543, 24.3682, 0.0097, -0.0014, -0.0169
Si, 1.4202, 12.2535, 24.5817, 0.022, 0.0238, 0.0105
Si, 3.9692, -1.4174, 24.5374, -0.0197, -0.0506, 0.0025
Si, 6.8474, 1.3217, 24.6086, -0.0417, 0.0449, 0.0104
Si, 9.4835, 4.1245, 24.6218, 0.0182, -0.0088, 0.029
Si, 6.7811, 6.7373, 24.4018, -0.0163, -0.0082, -0.0185
Si, 9.5297, 9.5899, 24.3974, -0.0111, 0.0555, -0.0093
Si, 6.722, 12.2784, 24.2857, 0.0202, -0.0362, -0.0082
Si, 9.5409, -1.3461, 24.53, -0.0021, 0.0261, 0.0169
Si, 12.2566, 1.3382, 24.5036, 0.0281, -0.0209, -0.027
Si, 14.9294, 4.1186, 24.5411, 0.0122, 0.0039, 0.0125
Si, 12.1871, 6.8679, 24.6738, -0.0161, 0.0154, 0.0057
Si, 14.8428, 9.6229, 24.5063, 0.0401, -0.0312, 0.0081
Si, 12.2141, 12.2771, 24.5121, 0.001, -0.0708, 0.0066
Si, 15.0453, -1.2682, 24.3265, 0.0397, 0.0247, -0.0213
Si, 17.6945, 1.4111, 24.4911, 0.0085, -0.0098, -0.013
Si, 20.3648, 4.0357, 24.4324, -0.0162, -0.0066, -0.0366
Si, 17.6736, 6.8279, 24.5101, 0.0158, 0.0019, -0.0379
Si, 20.395, 9.5311, 24.6158, -0.0049, 0.0077, 0.0347
Si, 17.7418, 12.2088, 24.4465, -0.0509, 0.0204, -0.0264
Si, 20.4274, -1.2782, 24.3432, 0.0084, 0.011, -0.0191
Si, 23.2189, 1.3669, 24.4159, 0.0185, 0.0106, -0.016
Si, 25.8277, 4.0786, 24.3936, -0.0063, -0.0135, -0.0246
Si, 23.0899, 6.7894, 24.5104, 0.0111, -0.0196, -0.0001
Si, 25.8305, 9.4332, 24.5106, 0.0002, -0.0049, -0.0338
Si, 23.1037, 12.2437, 24.5139, 0.005, -0.0036, -0.0271
Si, 25.8589, -1.3541, 24.4852, -0.011, 0.0123, 0.0199
Si, 28.6012, 1.4347, 24.3805, 0.0263, -0.0095, -0.0305
Si, -1.3647, 4.029, 24.4303, -0.0443, -0.0057, -0.0087
Si, 28.6653, 6.7664, 24.4447, 0.0082, 0.0179, 0.0014
Si, -1.3779, 9.5109, 24.5172, 0.0054, -0.0226, 0.0153
Si, 28.5428, 12.1615, 24.5033, -0.0121, -0.0062, 0.0079
Si, -1.3721, -1.4374, 24.3176, -0.0176, 0.0051, -0.025
Si, -0.1014, -0.0878, 25.7184, 0.0118, 0.0103, 0.0608
Si, 2.7939, 2.5613, 25.7706, 0.0145, -0.0027, 0.0706
Si, 0.087, 5.4268, 25.5829, -0.0121, 0.0135, 0.0482
Si, 2.7046, 8.1175, 25.5936, -0.0272, 0.0017, 0.0204
Si, 0.0492, 10.8398, 25.8714, 0.0009, -0.0099, 0.0414
Si, 2.6516, 13.663, 26.1312, -0.0307, 0.0265, 0.0664
Si, 5.4102, -0.1339, 25.8439, 0.0276, -0.0079, 0.0387
Si, 8.1823, 2.7367, 26.0521, -0.0233, 0.0083, 0.0056
Si, 5.4019, 5.341, 25.7019, 0.0605, 0.0052, 0.0502
Si, 8.1502, 8.1632, 25.6366, 0.0168, -0.0158, 0.0172
Si, 5.3764, 10.9739, 25.6754, -0.0232, 0.0684, 0.0101
Si, 8.0189, 13.6139, 25.6891, -0.0305, 0.0037, 0.0572
Si, 10.9716, -0.0672, 25.9318, 0.0323, -0.0051, 0.0388
Si, 13.5591, 2.7526, 25.8859, -0.0441, -0.0008, 0.0383
Si, 10.7891, 5.5001, 26.0849, -0.0014, 0.0097, 0.0297
Si, 13.4357, 8.4282, 26.0032, -0.0689, 0.035, 0.0461
Si, 10.7531, 10.9987, 25.8958, -0.0438, 0.0161, 0.0632
Si, 13.7236, 13.6828, 25.6308, -0.0033, -0.0027, 0.0266
Si, 16.3299, 0.0534, 25.8104, -0.0085, 0.0229, 0.0389
Si, 19.0296, 2.7376, 25.8964, 0.0281, -0.0147, 0.0368
Si, 16.2424, 5.5391, 25.8748, -0.0043, 0.0068, 0.0613
Si, 19.0533, 8.1068, 25.9695, 0.0074, -0.0557, 0.092
Si, 16.3367, 10.8746, 25.8157, -0.007, 0.0259, 0.0379
Si, 19.1235, 13.6615, 25.6764, -0.0109, -0.0085, 0.0273
Si, 21.809, 0.0348, 25.7054, -0.0072, 0.0058, 0.0321
Si, 24.5378, 2.7365, 25.828, -0.009, -0.0148, 0.0351
Si, 21.7264, 5.3608, 25.7841, 0.0203, -0.0189, 0.0728
Si, 24.4569, 8.0722, 25.9175, 0.0308, 0.015, 0.0495
Si, 21.7254, 10.9547, 25.9877, -0.0074, 0.045, 0.0511
Si, 24.5206, 13.5864, 25.8601, -0.0164, -0.0129, 0.026
Si, 27.2323, 0.1107, 25.721, -0.018, 0.0213, 0.0312
Si, 29.9424, 2.7166, 25.8736, -0.0054, 0.0033, 0.0796
Si, 27.2759, 5.3632, 25.6892, -0.0044, -0.027, 0.049
Si, 29.9587, 8.1005, 25.9267, -0.0065, 0.0143, 0.0269
Si, 27.1976, 10.7843, 25.8958, 0.001, -0.0129, 0.0406
Si, 29.9717, 13.5431, 25.7362, -0.0035, -0.0141, 0.0511
Si, 0.8196, -1.4911, 27.3495, 0.4546, 0.0721, -0.7398
Si, 4.2724, 1.3222, 27.2332, -0.345, -0.1754, -0.6233
Si, 1.6664, 4.275, 26.8288, -0.1719, -0.1096, -0.7955
Si, 3.7969, 6.5324, 26.8803, 0.2452, 0.1159, -0.8209
Si, 1.2518, 9.1792, 27.0608, 0.058, 0.2109, -0.7414
Si, 4.3811, 12.4427, 27.2395, -0.2666, -0.0075, -0.7482
Si, 6.5796, -1.6468, 27.1945, 0.0292, 0.14, -0.7472
Si, 9.8814, 1.5527, 27.2317, -0.1603, -0.021, -0.8339
Si, 6.3296, 3.7749, 27.191, 0.4705, 0.2591, -0.5737
Si, 9.5093, 7.1703, 27.2567, -0.0175, -0.2938, -0.6952
Si, 6.9276, 9.7088, 26.8197, -0.1449, -0.0349, -0.7911
Si, 8.9615, 12.0311, 27.0585, 0.3839, 0.1218, -0.7819
Si, 12.687, -1.2246, 27.1652, -0.3352, -0.1017, -0.7237
Si, 14.7294, 1.1646, 27.1468, 0.2426, 0.144, -0.7594
Si, 12.0174, 3.8605, 27.3106, 0.092, 0.2059, -0.7911
Si, 15.0417, 7.1857, 27.1191, 0.0081, -0.0935, -0.7847
Si, 11.6687, 9.4973, 27.4285, 0.3667, 0.1351, -0.7075
Si, 15.3207, 12.6263, 26.9594, -0.0966, -0.2573, -0.7709
Si, 17.59, -1.5329, 26.9905, 0.1023, 0.3006, -0.6999
Si, 20.7225, 1.5676, 27.0987, -0.2822, -0.0699, -0.6991
Si, 17.8043, 4.3421, 27.1575, -0.0952, -0.2033, -0.7571
Si, 20.1861, 6.3849, 27.2056, 0.0594, 0.3093, -0.7909
Si, 17.3774, 9.2591, 27.16, 0.1391, 0.0465, -0.7877
Si, 20.614, 12.7212, 27.2071, -0.0373, -0.3116, -0.6921
Si, 22.9399, -1.4902, 27.0648, 0.1802, 0.0399, -0.722
Si, 26.1703, 1.674, 27.1525, -0.1164, -0.1459, -0.7516
Si, 22.8936, 3.8251, 27.1145, 0.1676, 0.1244, -0.7897
Si, 26.0729, 6.754, 27.0758, -0.3241, -0.0631, -0.6462
Si, 23.3701, 9.7634, 27.1794, -0.1345, -0.1438, -0.7945
Si, 25.6261, 11.9562, 27.1835, 0.1504, 0.198, -0.8186
Si, 28.8094, -1.1203, 26.8786, -0.035, 0.0129, -0.7523
Si, -1.621, 1.0209, 27.101, 0.0671, 0.2273, -0.7564
Si, 28.3743, 3.9015, 27.1615, 0.1554, 0.0756, -0.7657
Si, -0.9164, 6.936, 27.0205, -0.2718, 0.075, -0.7437
Si, 28.2082, 9.1003, 27.2175, 0.3117, 0.2204, -0.7674
Si, -1.1658, 12.3932, 27.1473, -0.04, -0.1115, -0.7108
Si, 24.4996, 10.3874, 31.6944, 0.0073, 0.0754, -0.0571
Si, 3.9795, 0.3237, 30.3102, 0.0774, 0.1126, -0.1318
Si, 28.1841, 8.2578, 32.7515, 0.0241, -0.0613, -0.1274
Si, -0.8245, 6.3632, 35.9634, -0.0772, 0.001, 0.0735
Si, 3.5704, 6.7646, 33.5151, -0.0503, -0.0362, -0.0588
Si, 26.7974, 3.2066, 33.8225, -0.08, 0.0624, 0.0244
Si, 7.069, 13.3915, 36.7955, -0.1802, 0.0671, 0.1572
Si, 6.5797, 1.1025, 31.1914, -0.079, 0.0792, -0.0559
Si, 14.946, 8.654, 31.7057, 0.0047, -0.0175, -0.0136
Si, 4.7576, 12.5231, 33.1132, 0.0235, -0.0187, -0.0123
Si, 18.6892, 9.6054, 29.8401, 0.0344, 0.045, -0.0981
Si, 11.4781, -1.2916, 36.0145, -0.1718, -0.022, 0.0937
Si, 2.3434, -0.3238, 34.1341, 0.1072, 0.0025, 0.1442
Si, 13.7894, 13.4335, 29.3274, -0.0187, 0.0685, -0.1905
Si, 0.6461, 1.9671, 35.0251, -0.0406, -0.0301, 0.0787
Si, 15.271, 5.635, 34.1266, 0.171, -0.0314, 0.0677
Si, 13.5411, 12.8294, 35.8555, 0.0092, -0.0282, 0.1494
Si, 14.1879, 8.072, 35.8557, 0.0601, -0.031, 0.2096
Si, 17.8881, 13.1867, 32.4194, 0.046, 0.0211, -0.0546
Si, 22.1275, 7.9454, 36.2394, -0.0252, -0.1075, 0.124
Si, 18.9334, 0.2046, 29.1641, -0.012, -0.0105, -0.0657
Si, 8.3509, 4.6856, 32.004, 0.0549, 0.0685, 0.0294
Si, 17.6514, 8.936, 32.4871, -0.0516, -0.0395, 0.0358
Si, 23.1682, 8.3457, 29.8781, -0.0289, 0.1224, 0.0417
Si, 29.0668, 13.733, 36.6201, -0.0102, 0.1115, 0.0323
Si, 3.4556, 2.1913, 32.8155, -0.0596, -0.0262, 0.0185
Si, 24.4345, 5.4853, 29.2961, 0.1302, -0.0969, -0.0582
Si, 29.312, 1.6835, 33.726, 0.1095, -0.0025, 0.0145
Si, 18.6073, 6.0066, 31.8583, -0.011, 0.0474, 0.0462
Si, 7.9563, 12.8554, 32.7043, 0.0207, -0.0292, -0.0288
Si, 23.7602, -0.6569, 31.9143, 0.0068, -0.0904, -0.0002
Si, 9.1164, 10.3557, 34.2994, -0.0869, 0.0243, 0.0229
Si, 22.142, -1.7471, 35.9569, -0.1801, 0.0476, 0.0147
Si, 3.2437, 10.3194, 29.3157, 0.0673, -0.0343, -0.2874
Si, 20.5594, 7.1984, 30.0514, 0.0735, -0.0245, -0.0118
Si, 4.0988, 9.7481, 33.9924, -0.0347, -0.053, 0.0428
Si, 29.3643, 8.6245, 29.8772, 0.0019, 0.0018, -0.0466
Si, 0.1584, 0.7088, 29.5009, -0.037, -0.0728, -0.155
Si, 2.0397, 3.1909, 29.502, 0.0597, -0.1808, -0.0275
Si, -2.5812, 5.6304, 29.2206, -0.055, -0.0184, -0.0884
Si, 1.7103, 4.6573, 32.0863, 0.1536, -0.0259, 0.1328
Si, 2.3358, 3.3887, 36.8763, 0.0166, -0.0164, 0.1345
Si, 2.3517, 6.3222, 36.3624, -0.0534, -0.0718, 0.0387
Si, 14.4438, -0.8773, 31.3483, 0.0306, -0.0382, -0.0517
Si, 13.54, 5.5923, 29.4312, -0.0207, -0.0608, -0.0843
Si, 7.8151, 6.8227, 29.9862, 0.0723, 0.1427, -0.2381
Si, 9.5623, 8.7743, 31.6743, 0.0712, 0.1318, 0.0119
Si, 8.66, -1.3548, 34.6695, 0.1005, 0.0622, -0.0208
Si, 6.4562, 10.5338, 35.9391, 0.0987, 0.0133, 0.0208
Si, 8.5304, -0.3265, 29.3866, -0.1798, -0.1338, -0.2109
Si, 5.1595, 3.6696, 29.8406, -0.0424, 0.004, -0.119
Si, 18.6999, 11.0874, 34.4043, -0.0963, 0.0589, 0.0324
Si, 13.5441, 11.2014, 31.4813, 0.0509, -0.03, -0.0695
Si, 5.2864, 8.1543, 29.0566, 0.003, 0.0771, -0.0579
Si, 24.802, 2.7987, 35.9058, -0.0246, 0.0261, 0.104
Si, 16.6286, 2.4139, 29.2491, -0.0149, -0.0293, -0.0569
Si, 11.0638, 10.8172, 30.2668, 0.0081, -0.0902, -0.1706
Si, 14.9148, 13.0234, 33.2707, 0.0944, 0.1111, -0.0113
Si, 16.975, 9.4667, 36.098, 0.006, -0.0647, 0.1218
Si, 12.5287, 0.9844, 32.3158, 0.0309, 0.04, 0.0079
Si, 28.4808, -1.9111, 31.6336, -0.0577, 0.2083, -0.1759
Si, 26.0953, 8.1358, 36.2334, 0.1397, -0.013, 0.1467
Si, 14.2437, 2.8588, 33.7076, 0.0317, -0.0842, -0.0612
Si, 22.6203, 12.8367, 31.5342, 0.0215, -0.011, 0.0562
Si, 26.5408, 6.1062, 33.7955, -0.1891, 0.0133, 0.0137
Si, 19.0629, 7.3222, 36.1641, 0.0114, -0.0098, 0.0183
Si, 24.7877, -0.175, 29.2489, 0.0356, 0.0081, -0.1815
Si, -1.0066, 0.4782, 36.9432, -0.0558, 0.0005, 0.1102
Si, 24.6261, 4.4138, 32.2827, -0.1018, 0.1261, 0.0531
Si, -1.5143, 10.8879, 29.7965, -0.0098, 0.0208, -0.1118
Si, 26.9668, 10.8234, 33.2522, -0.0882, 0.105, 0.0624
Si, -1.619, 3.7925, 34.4734, 0.0907, 0.0841, 0.0644
Si, 25.8714, -1.9483, 33.4927, 0.0192, 0.0039, 0.0041
Si, 2.7096, 14.2319, 31.5854, 0.0868, -0.0631, 0.0501
Si, -1.3812, 5.3044, 31.9738, 0.0669, -0.0274, -0.0866
Si, 26.4899, 12.6928, 35.7651, -0.0588, -0.0355, 0.009
Si, 26.9699, 13.8679, 29.1171, -0.0963, 0.0112, -0.0956
Si, -2.8256, 11.9675, 32.4321, 0.092, -0.1453, -0.0433
Si, -1.5905, 7.9053, 33.3422, -0.0083, -0.041, 0.1308
Si, 7.5469, 3.1353, 36.6278, 0.0177, -0.0164, 0.1911
Si, 3.1055, 13.4125, 35.6608, -0.0281, 0.0537, 0.0787
Si, 12.2864, 7.1258, 31.8799, 0.0068, 0.0101, -0.0569
Si, -2.366, -0.8876, 34.558, 0.0265, -0.0014, -0.0604
Si, 7.6044, 1.4201, 34.163, 0.0031, 0.0068, -0.0833
Si, 13.4038, 0.5834, 35.1299, 0.0128, 0.0154, -0.0063
Si, 15.7326, 0.513, 36.7161, 0.0819, -0.0006, 0.1021
Si, 9.828, 5.2917, 36.615, -0.0537, -0.0217, 0.1957
Si, 1.5955, 10.7501, 35.6828, 0.1496, 0.0633, 0.1182
Si, 1.2239, 11.6665, 31.0768, -0.1056, -0.0423, -0.0343
Si, 9.3429, 13.1975, 29.9976, -0.0258, -0.0351, 0.0327
Si, 5.3829, 4.5116, 32.6712, -0.0568, 0.0061, -0.1236
Si, 11.9582, 10.0472, 35.8164, -0.1537, 0.0574, 0.1059
Si, 10.0802, 2.5501, 32.8038, 0.0789, 0.106, -0.0682
Si, 18.7357, -0.1987, 32.1863, -0.0338, 0.039, -0.1816
Si, 10.7202, 5.2877, 33.7039, -0.1077, -0.0833, -0.0295
Si, 19.8512, 12.2318, 30.1698, -0.03, 0.0652, 0.0038
Si, 23.549, 12.7493, 34.1723, -0.0209, -0.0823, -0.0684
Si, 18.2147, 4.8508, 34.6026, -0.0676, 0.0657, -0.0152
Si, 17.9376, 2.7058, 36.6285, -0.0481, 0.0148, 0.1996
Si, 22.8535, 4.8556, 36.1227, -0.0174, 0.0365, 0.0051
Si, 15.8731, 6.0311, 31.0236, -0.0154, -0.0023, -0.0552
Si, -1.9308, 0.0527, 31.8505, 0.0297, -0.0345, -0.1572
Si, 20.6161, 11.8353, 36.5448, 0.1028, -0.0019, 0.1115
Si, 22.5691, 3.0239, 33.9946, 0.1013, -0.0323, -0.0029
Si, 21.3661, 0.3086, 33.7412, 0.1643, 0.0836, 0.1237
Si, -0.3664, 10.6629, 33.4851, 0.0131, -0.0054, -0.0683
Si, 23.8832, 9.8066, 34.7085, 0.0778, -0.0436, 0.0626
Si, 16.3512, 1.5856, 32.0548, -0.1311, -0.0236, -0.0102
Si, 1.3661, 14.9292, 5.3386, 0.0305, 0.0309, -0.0086
Si, 4.0738, 1.3424, 5.4691, 0.0066, 0.0053, 0.015
Si, 1.3605, 4.0792, 5.439, 0.0198, 0.0168, -0.0126
Si, 4.0951, 6.8317, 5.4532, 0.0019, 0.0179, -0.0107
Si, 1.4041, 9.5383, 5.422, -0.0051, 0.0024, 0
Si, 4.0972, 12.2271, 5.4041, -0.0161, -0.0073, -0.0132
Si, 6.809, 14.9514, 5.4768, 0.0098, 0.0066, -0.0175
Si, 9.5144, 1.3392, 5.5252, 0.0093, 0.0089, -0.0019
Si, 6.7974, 4.0705, 5.4967, -0.0192, -0.0141, -0.0109
Si, 9.5545, 6.7847, 5.5043, -0.0055, -0.0023, -0.01
Si, 6.8314, 9.5458, 5.4241, -0.0081, -0.0005, -0.0188
Si, 9.5306, 12.23, 5.4572, -0.0057, 0.01, -0.0139
Si, 12.2352, 14.9482, 5.4804, 0.0069, -0.0134, -0.011
Si, 14.9378, 1.3601, 5.5123, -0.0022, 0.0054, 0.0011
Si, 12.2633, 4.0806, 5.543, 0.0047, 0.0042, 0.0019
Si, 14.96, 6.8037, 5.4908, -0.0053, 0.0019, -0.0098
Si, 12.2758, 9.4764, 5.5154, -0.0061, -0.0222, -0.0003
Si, 14.9672, 12.2319, 5.5098, 0.0064, -0.0049, -0.005
Si, 17.6609, 14.9636, 5.5247, 0.0028, -0.0127, -0.0014
Si, 20.3794, 1.4005, 5.4872, -0.0046, 0.0137, -0.0022
Si, 17.6762, 4.0962, 5.4852, 0.0003, -0.0065, -0.0041
Si, 20.3773, 6.8162, 5.4944, -0.01, 0.0123, 0.0011
Si, 17.6592, 9.5507, 5.5073, -0.0025, 0.0076, 0.0105
Si, 20.3712, 12.2621, 5.4772, -0.0171, -0.0064, 0.005
Si, 23.1398, 14.977, 5.4231, 0.0103, -0.0111, -0.0013
Si, 25.8581, 1.3312, 5.3712, -0.0085, -0.0053, -0.0132
Si, 23.1367, 4.0594, 5.4681, 0.0015, -0.0238, -0.0083
Si, 25.82, 6.847, 5.4161, -0.012, 0.0109, -0.0095
Si, 23.1397, 9.5272, 5.4162, 0.0175, -0.0008, -0.0096
Si, 25.8458, 12.2547, 5.3805, -0.0078, -0.0061, -0.0045
Si, 28.5842, 14.9193, 5.3032, -0.0016, -0.0055, -0.0262
Si, 31.2631, 1.2847, 5.3886, -0.0117, 0.0033, -0.003
Si, 28.5339, 4.0475, 5.4293, 0.0077, -0.0238, 0.0044
Si, 31.2551, 6.8066, 5.4609, 0.0016, 0.0108, 0.0157
Si, 28.5666, 9.5381, 5.3568, 0.0061, -0.0169, -0.0151
Si, 31.302, 12.2625, 5.3259, 0.0046, 0.028, -0.0168
Si, 2.6955, -0.0404, 6.7662, 0.0198, -0.0106, 0.0019
Si, 5.4331, 2.7034, 6.8322, 0.0018, -0.0082, -0.0059
Si, 2.7196, 5.4521, 6.7923, -0.0045, 0.0047, -0.0122
Si, 5.4682, 8.1842, 6.7973, -0.0191, -0.0052, -0.0009
Si, 2.7518, 10.8802, 6.7908, 0.0109, -0.0225, 0.012
Si, 5.4275, 13.5886, 6.7972, -0.0058, 0.0175, 0.006
Si, 8.1525, -0.0194, 6.8592, -0.0073, 0.0027, 0.003
Si, 10.885, 2.7081, 6.8644, 0.0049, -0.0082, -0.0071
Si, 8.1629, 5.4377, 6.842, -0.0053, 0.0104, -0.0092
Si, 10.905, 8.1355, 6.8686, 0.0237, -0.0096, 0.0041
Si, 8.1691, 10.8832, 6.8199, 0.0027, 0.0005, -0.0031
Si, 10.8808, 13.5857, 6.8329, -0.0012, -0.0001, -0.0035
Si, 13.5844, -0.0103, 6.8545, -0.0005, 0.0104, -0.0098
Si, 16.3179, 2.7288, 6.8437, -0.0104, 0.0041, -0.0078
Si, 13.6167, 5.4532, 6.8749, -0.0087, -0.0043, -0.0045
Si, 16.3136, 8.1677, 6.8505, 0.0028, 0.0043, -0.0026
Si, 13.6073, 10.8709, 6.8589, -0.0086, 0.0105, 0.0007
Si, 16.3109, 13.5983, 6.8717, 0.001, 0.0046, 0
Si, 19.0451, 0.0115, 6.8434, 0.0075, -0.0136, -0.003
Si, 21.7646, 2.7299, 6.8387, 0.0057, -0.0039, 0.0015
Si, 19.0322, 5.4493, 6.8511, 0.0021, 0.0065, -0.0043
Si, 21.7769, 8.1768, 6.8035, 0.0102, -0.0126, -0.0091
Si, 19.0361, 10.8985, 6.8506, -0.0032, 0.0087, -0.0037
Si, 21.7694, 13.6219, 6.7945, -0.0023, -0.0032, -0.0099
Si, 24.5008, 0.0061, 6.7755, -0.0134, 0.0061, 0.0027
Si, 27.1788, 2.6931, 6.7761, -0.0021, 0.0236, 0.0075
Si, 24.4797, 5.4663, 6.7889, -0.0141, 0.0093, 0.0049
Si, 27.2154, 8.1853, 6.7543, -0.0094, 0.0006, -0.0019
Si, 24.4915, 10.8989, 6.7652, 0.0091, -0.0087, -0.0028
Si, 27.2255, 13.6007, 6.7236, 0.0017, 0.0057, 0.0104
Si, 29.8996, -0.0514, 6.7415, 0.0096, 0.0008, 0.0071
Si, -0.0174, 2.6841, 6.7495, 0.0029, -0.011, -0.0178
Si, 29.9043, 5.4133, 6.7859, 0.0073, -0.0012, -0.0078
Si, 0.0085, 8.1806, 6.7705, 0.0019, -0.0052, -0.0048
Si, 29.9409, 10.8955, 6.7089, 0.0089, -0.0028, 0.002
Si, 0.0013, 13.6021, 6.7293, -0.0232, -0.0041, -0.0044
Si, 1.3465, 1.3387, 8.1224, 0.0045, 0.0011, -0.001
Si, 4.0733, 4.0877, 8.1593, 0.0208, 0.0108, 0.0051
Si, 1.3511, 6.8068, 8.1407, 0.0001, -0.0041, 0.0018
Si, 4.0942, 9.5207, 8.161, -0.002, 0.0074, 0.0097
Si, 1.3576, 12.2437, 8.1123, 0.0094, 0.0051, 0.0042
Si, 4.0638, 14.9467, 8.1486, -0.0124, -0.005, 0.0068
Si, 6.7877, 1.3469, 8.1959, -0.0191, -0.0067, 0.0058
Si, 9.5158, 4.0734, 8.2021, -0.0072, -0.0116, -0.0012
Si, 6.8058, 6.8153, 8.1752, 0.0182, 0.014, -0.0012
Si, 9.528, 9.5211, 8.1851, 0.004, 0.0005, -0.0087
Si, 6.795, 12.2383, 8.1663, -0.0066, -0.0126, -0.0014
Si, 9.5265, 14.9457, 8.198, 0.0053, 0.0128, -0.0005
Si, 12.2426, 1.3541, 8.2177, 0.0057, 0.0076, 0.0058
Si, 14.9741, 4.0851, 8.2157, 0.0149, 0.018, 0.0024
Si, 12.2505, 6.7912, 8.2347, -0.0092, -0.0024, 0.0157
Si, 14.9638, 9.521, 8.2175, -0.0066, -0.015, 0.0092
Si, 12.2384, 12.234, 8.2, -0.001, -0.0018, 0.0023
Si, 14.9475, 14.9586, 8.2137, -0.0165, -0.0239, 0.0037
Si, 17.6783, 1.3651, 8.1969, -0.003, 0.0014, -0.0011
Si, 20.4061, 4.0916, 8.1932, 0.0122, 0.0091, 0.0015
Si, 17.6778, 6.8106, 8.2043, -0.0008, -0.0086, 0.0029
Si, 20.4138, 9.5283, 8.1741, -0.0018, 0.0114, 0.0018
Si, 17.685, 12.2502, 8.2158, 0.0077, 0.0022, 0.0098
Si, 20.4181, 14.97, 8.1792, 0.0108, 0.0141, 0.0013
Si, 23.1361, 1.3522, 8.1592, -0.01, -0.0035, 0.0001
Si, 25.8359, 4.0811, 8.1338, -0.0051, -0.025, -0.0014
Si, 23.1218, 6.8082, 8.1636, -0.0085, -0.0052, 0.0043
Si, 25.8513, 9.5341, 8.1241, 0.0002, 0.0012, 0.0037
Si, 23.1278, 12.2467, 8.1393, -0.0099, -0.0083, 0.0031
Si, 25.8655, 14.9531, 8.1124, 0.0073, 0.0062, 0.0022
Si, 28.5583, 1.3325, 8.114, -0.0047, -0.0051, -0.0011
Si, 31.2772, 4.052, 8.1271, -0.0108, 0.0084, -0.0061
Si, 28.5513, 6.8009, 8.124, -0.0033, -0.0131, 0.0036
Si, 31.2782, 9.5399, 8.1104, 0.0072, -0.0044, 0.0014
Si, 28.576, 12.2379, 8.0938, 0.0072, 0.0145, -0.0051
Si, 31.2784, 14.9412, 8.1112, 0.0062, 0.0047, 0.0072
Si, -0.0133, -0.0141, 9.4842, -0.0109, 0.0088, 0.0084
Si, 2.7057, 2.7077, 9.4914, -0.0023, -0.0023, -0.0042
Si, -0.0084, 5.4289, 9.4856, 0.0136, -0.0055, -0.0053
Si, 2.7197, 8.1565, 9.5038, 0.0099, -0.0046, 0.0011
Si, 0.001, 10.8843, 9.4807, -0.012, 0.004, 0.0034
Si, 2.7059, 13.5877, 9.5018, 0.0025, 0.0127, 0.0057
Si, 5.4191, -0.0178, 9.526, 0, 0.0048, 0.0056
Si, 8.1522, 2.7112, 9.5477, -0.0001, 0, -0.001
Si, 5.4382, 5.4442, 9.5189, -0.0104, -0.0046, 0.0023
Si, 8.1658, 8.1635, 9.5411, -0.0043, -0.0097, 0.0029
Si, 5.443, 10.8777, 9.5284, -0.0019, -0.0096, 0.0082
Si, 8.1537, 13.5895, 9.5384, -0.0016, 0.0017, 0.0039
Si, 10.8785, -0.0091, 9.5599, 0.0019, -0.0048, 0.0044
Si, 13.607, 2.721, 9.5626, -0.0022, -0.0055, -0.0021
Si, 10.8774, 5.4283, 9.5657, 0.0104, 0.0058, 0.0025
Si, 13.6059, 8.1643, 9.5762, -0.0047, 0.0027, 0.0073
Si, 10.8789, 10.8772, 9.554, -0.0016, 0.0031, 0.0038
Si, 13.5932, 13.5952, 9.5636, -0.0025, 0.0128, 0.0046
Si, 16.3191, 0.0042, 9.5552, -0.0014, 0.0047, -0.002
Si, 19.0456, 2.7254, 9.5466, 0.0037, 0.0017, -0.0005
Si, 16.3288, 5.4484, 9.5678, -0.003, -0.0022, 0.0023
Si, 19.0527, 8.1719, 9.5413, 0.0049, -0.011, 0.0026
Si, 16.3263, 10.8847, 9.5659, 0.0019, 0.0004, 0.0047
Si, 19.0552, 13.6157, 9.5478, 0.0034, -0.0085, 0.0034
Si, 21.7777, 0.0051, 9.5321, 0.0083, -0.0124, 0.0102
Si, 24.4843, 2.7266, 9.5098, -0.0198, 0.022, 0.0095
Si, 21.7675, 5.454, 9.5366, -0.0095, 0.009, 0.0123
Si, 24.4937, 8.174, 9.4992, 0.0004, -0.0015, 0.0005
Si, 21.7732, 10.8945, 9.5196, 0.0038, 0, 0.0013
Si, 24.4971, 13.6052, 9.4874, -0.0004, 0, 0.0037
Si, 27.2046, -0.01, 9.4914, -0.0029, 0.0085, 0.0092
Si, 29.9121, 2.6983, 9.4831, 0.0108, -0.0066, 0.0037
Si, 27.1987, 5.4394, 9.4924, -0.0005, 0.0087, 0.0014
Si, 29.9218, 8.1647, 9.4726, 0.0022, -0.0009, -0.0047
Si, 27.2142, 10.8898, 9.4765, 0.0058, -0.0079, 0.0031
Si, 29.9237, 13.587, 9.4773, 0.0085, -0.0075, 0.0073
Si, 1.3483, 14.954, 10.8547, 0.0037, -0.001, 0.0006
Si, 4.0638, 1.357, 10.8684, 0.0058, -0.0034, 0.0014
Si, 1.3512, 4.0719, 10.852, -0.0018, 0.0043, 0.0011
Si, 4.0743, 6.7988, 10.8731, -0.0023, 0.0036, 0.0017
Si, 1.354, 9.5201, 10.851, 0.003, -0.0032, -0.0008
Si, 4.0697, 12.2357, 10.8717, -0.002, -0.005, 0.0004
Si, 6.7902, 14.9524, 10.8872, -0.0081, 0.0027, -0.0006
Si, 9.5156, 1.3556, 10.9058, 0.0022, 0.0007, 0.0035
Si, 6.7921, 4.0833, 10.8876, 0.0052, 0.0097, 0.003
Si, 9.5191, 6.8026, 10.9062, -0.0017, 0.0015, 0.0026
Si, 6.8003, 9.5202, 10.8929, 0.0042, 0.0121, -0.0016
Si, 9.5149, 12.2375, 10.9045, -0.0006, -0.0063, -0.0018
Si, 12.2387, 14.9575, 10.9196, 0.002, -0.0039, 0.0024
Si, 14.965, 1.3621, 10.9181, 0.0058, 0.0055, 0.0034
Si, 12.243, 4.0755, 10.9185, -0.0077, -0.0035, 0.0042
Si, 14.9676, 6.8042, 10.9246, 0.0004, -0.0011, 0.0034
Si, 12.2394, 9.5262, 10.9199, -0.0002, -0.0034, 0.0051
Si, 14.9622, 12.2439, 10.9187, -0.0099, -0.006, 0.0018
Si, 17.6866, 14.9677, 10.9073, 0.0086, 0.0026, -0.0011
Si, 20.4109, 1.3621, 10.8935, 0.0015, -0.0022, 0.0024
Si, 17.6906, 4.0834, 10.9126, 0.0013, 0.0054, 0.0016
Si, 20.4068, 6.8085, 10.8977, 0.002, -0.0061, 0.0024
Si, 17.693, 9.5244, 10.9099, -0.001, 0.003, -0.0013
Si, 20.4145, 12.2461, 10.8926, 0.0008, 0.0035, 0.0021
Si, 23.1401, 14.9554, 10.8715, -0.0054, 0.0032, 0.0023
Si, 25.8476, 1.3564, 10.8573, 0.0047, -0.0039, -0.0065
Si, 23.1257, 4.0813, 10.8805, -0.0017, -0.0094, 0.0002
Si, 25.8421, 6.8004, 10.8576, -0.0076, -0.0098, 0.0009
Si, 23.132, 9.5263, 10.8692, -0.0042, -0.0041, 0.0016
Si, 25.8506, 12.2406, 10.8479, 0.0019, 0.0033, -0.0036
Si, 28.5659, 14.9486, 10.845, 0.001, 0.0015, -0.001
Si, 31.2728, 1.3467, 10.8495, 0.0069, 0.0048, 0.002
Si, 28.5597, 4.0713, 10.8458, 0.0004, -0.0019, -0.0036
Si, 31.2734, 6.7967, 10.8406, -0.0022, -0.0038, 0.0017
Si, 28.5615, 9.5192, 10.841, -0.0001, -0.0021, -0.0009
Si, 31.279, 12.2339, 10.8476, -0.0004, 0.0016, 0.001
Si, 2.7072, -0.0076, 12.2216, -0.0058, 0.0056, -0.0018
Si, 5.4293, 2.7144, 12.232, -0.0047, 0.0006, -0.002
Si, 2.7122, 5.4298, 12.2191, 0.0094, -0.0078, -0.003
Si, 5.435, 8.1546, 12.238, 0.0029, -0.0048, 0.0023
Si, 2.7116, 10.8701, 12.2243, 0.0006, -0.0019, 0.0021
Si, 5.4304, 13.5904, 12.2385, -0.0014, -0.0022, 0.0001
Si, 8.1515, -0.0078, 12.2499, -0.003, -0.0024, -0.001
Si, 10.8785, 2.7143, 12.2656, 0.0021, -0.0045, 0.0009
Si, 8.1541, 5.4391, 12.2521, 0.0022, -0.0017, 0.0018
Si, 10.8783, 8.1613, 12.2684, 0.0008, -0.0003, 0.0027
Si, 8.1573, 10.8759, 12.2578, -0.0006, -0.0072, 0.0044
Si, 10.8754, 13.5965, 12.2668, -0.0004, 0.0077, 0.0031
Si, 13.6021, 0.0015, 12.2715, -0.0031, -0.0045, -0.0008
Si, 16.3267, 2.7254, 12.2696, 0.003, -0.0022, -0.0007
Si, 13.602, 5.4421, 12.2713, 0.0009, 0.0061, -0.0025
Si, 16.3308, 8.1679, 12.2717, 0.0021, -0.0038, -0.0011
Si, 13.601, 10.8868, 12.2758, 0.0011, 0.0053, 0.0007
Si, 16.3258, 13.6082, 12.2687, -0.0003, -0.0031, -0.0014
Si, 19.0485, 0.0083, 12.2597, -0.0057, 0.0008, 0.0017
Si, 21.7663, 2.7262, 12.2478, -0.0021, 0.0088, 0.0054
Si, 19.0489, 5.4488, 12.2618, 0.0013, 0.0017, 0.0018
Si, 21.7717, 8.1719, 12.2408, -0.0056, 0.0012, -0.0009
Si, 19.0524, 10.8905, 12.2578, 0.0041, 0.0018, -0.0014
Si, 21.7766, 13.6059, 12.2437, 0.0089, -0.0032, 0.0023
Si, 24.4904, 0.0021, 12.2287, -0.0025, 0.0039, 0.0031
Si, 27.2035, 2.7172, 12.2179, -0.0046, 0.0057, 0.0035
Si, 24.4853, 5.4453, 12.2301, -0.0076, 0.0017, 0.0046
Si, 27.2032, 8.1612, 12.2113, 0.0031, -0.0023, -0.0004
Si, 24.4916, 10.8864, 12.2217, -0.0002, -0.0028, -0.0005
Si, 27.2042, 13.5976, 12.2116, 0.0019, 0.0043, -0.0011
Si, 29.9169, -0.0109, 12.2121, 0.0011, 0.0018, 0.0022
Si, -0.0085, 2.7112, 12.2097, -0.0029, -0.0004, -0.0008
Si, 29.917, 5.4353, 12.2067, 0.0017, 0.0012, 0.0022
Si, -0.0053, 8.1525, 12.207, 0.0033, -0.0018, -0.0006
Si, 29.9187, 10.8734, 12.2072, 0.0114, -0.0028, 0.0001
Si, -0.0072, 13.5924, 12.214, -0.0024, 0.0026, 0.0027
Si, 1.3511, 1.3564, 13.5764, -0.0023, 0.0016, 0.0018
Si, 4.0728, 4.0765, 13.5871, -0.001, 0.0054, 0.0019
Si, 1.3529, 6.7922, 13.5739, 0.0019, -0.0024, -0.0002
Si, 4.0722, 9.513, 13.5903, 0.0005, 0.0012, -0.0002
Si, 1.3504, 12.2319, 13.577, 0.0023, 0.0014, -0.0006
Si, 4.0697, 14.9559, 13.586, 0.0035, 0.0057, 0.0005
Si, 6.7926, 1.3587, 13.5965, 0.0043, 0.0012, -0.0009
Si, 9.5172, 4.0819, 13.6117, -0.0006, 0.007, 0.0017
Si, 6.7958, 6.8014, 13.6054, -0.0045, 0.0004, 0.0022
Si, 9.518, 9.5228, 13.6228, -0.0024, 0.0038, 0.003
Si, 6.7926, 12.2367, 13.6049, 0.0029, -0.0017, 0.0015
Si, 9.5151, 14.9608, 13.6151, -0.0009, -0.0043, 0.0009
Si, 12.2409, 1.3614, 13.6262, 0.002, -0.0007, 0.0015
Si, 14.9645, 4.0855, 13.6254, 0.0002, -0.0041, -0.0012
Si, 12.2423, 6.8042, 13.624, 0.0012, -0.0031, 0.0008
Si, 14.9664, 9.5277, 13.6267, -0.0025, 0.0015, -0.0008
Si, 12.2392, 12.2463, 13.6317, 0.0005, -0.0025, 0.0019
Si, 14.9637, 14.9659, 13.6302, 0.0014, 0.0075, 0.0012
Si, 17.6866, 1.3648, 13.6242, 0.0044, 0.002, -0.0003
Si, 20.4056, 4.0837, 13.6135, 0.0006, -0.0018, 0.002
Si, 17.6881, 6.8051, 13.6245, 0.0016, -0.0031, 0.0002
Si, 20.4112, 9.5253, 13.6081, 0.0024, -0.0029, -0.0001
Si, 17.689, 12.2461, 13.6202, -0.0002, -0.0047, -0.0021
Si, 20.411, 14.9623, 13.608, 0.0002, 0.0012, -0.003
Si, 23.1283, 1.3593, 13.5956, -0.0024, -0.0077, -0.004
Si, 25.8428, 4.0774, 13.5829, 0.0018, 0.0009, -0.0031
Si, 23.1231, 6.8018, 13.5948, -0.0022, -0.0015, 0.0014
Si, 25.842, 9.5166, 13.5781, -0.0006, -0.0011, 0.0014
Si, 23.1329, 12.2384, 13.5956, -0.0042, 0.0016, 0.0023
Si, 25.8484, 14.9552, 13.5813, 0.0034, -0.0007, -0.0031
Si, 28.5608, 1.3515, 13.5756, 0.0039, -0.0048, -0.0013
Si, 31.2748, 4.0728, 13.5702, 0.009, 0.0002, 0.0012
Si, 28.5576, 6.7951, 13.5711, -0.0016, -0.0029, 0.0002
Si, 31.2739, 9.5106, 13.5688, -0.0068, 0.0005, -0.0015
Si, 28.558, 12.2325, 13.5686, -0.0058, -0.0012, -0.0029
Si, 31.2747, 14.9512, 13.5739, 0.0028, -0.003, 0.0017
Si, -0.0059, -0.0072, 14.9311, 0.0064, 0.0052, 0.0006
Si, 2.7136, 2.7134, 14.9397, 0.0109, 0.0009, -0.002
Si, -0.0035, 5.4286, 14.9335, -0.003, 0.0016, 0.0017
Si, 2.7145, 8.1444, 14.9423, 0, -0.0029, 0.0009
Si, -0.0096, 10.8684, 14.9324, -0.0005, -0.0057, -0.0011
Si, 2.7117, 13.5891, 14.9377, -0.0063, -0.0028, -0.003
Si, 5.4342, -0.0071, 14.9466, -0.0011, -0.0008, -0.0059
Si, 8.1568, 2.7155, 14.9597, -0.0007, -0.0022, -0.0075
Si, 5.4364, 5.4324, 14.9518, 0.0057, 0.0007, -0.0015
Si, 8.1558, 8.1588, 14.9722, 0.0056, -0.0034, 0.001
Si, 5.4336, 10.8692, 14.9539, -0.0054, -0.0066, 0.0007
Si, 8.157, 13.5948, 14.9645, -0.0063, 0.0038, -0.0026
Si, 10.8774, 0.0002, 14.9764, -0.0031, -0.0056, -0.0028
Si, 13.6022, 2.7267, 14.9799, -0.0005, 0.0032, -0.0019
Si, 10.8797, 5.4408, 14.9724, 0.0006, 0.0004, -0.0062
Si, 13.6024, 8.168, 14.9799, 0.0084, -0.0007, -0.0042
Si, 10.8787, 10.883, 14.9847, 0.0029, -0.0019, 0.003
Si, 13.5997, 13.6097, 14.99, 0.0005, -0.0056, 0.0016
Si, 16.3228, 0.0096, 14.9863, 0.0003, -0.0049, 0.0005
Si, 19.0427, 2.7298, 14.9787, -0.0059, -0.0023, 0.004
Si, 16.3217, 5.4493, 14.9813, -0.0025, 0.0045, -0.0014
Si, 19.049, 8.1705, 14.9732, 0.0058, 0.0076, -0.0016
Si, 16.3267, 10.8896, 14.9823, 0.0024, 0.0046, -0.0033
Si, 19.05, 13.6067, 14.9747, -0.0006, -0.0001, 0
Si, 21.7677, 0.0057, 14.963, 0.0016, 0.0032, 0.003
Si, 24.4838, 2.7228, 14.9521, -0.0026, 0.0025, 0.0034
Si, 21.7621, 5.4491, 14.9651, -0.0028, -0.0025, 0.0013
Si, 24.4808, 8.1629, 14.9483, -0.0037, -0.0073, 0
Si, 21.7704, 10.884, 14.963, -0.0007, 0.0014, -0.0017
Si, 24.492, 13.599, 14.9505, 0.0045, 0.012, -0.0012
Si, 27.2031, -0.0054, 14.9417, -0.0015, 0.002, 0.0007
Si, 29.9196, 2.7118, 14.9349, -0.0025, 0.0033, 0.0014
Si, 27.1988, 5.4399, 14.9398, -0.0038, -0.0009, 0.0027
Si, 29.9147, 8.1538, 14.9334, 0.0075, -0.0008, -0.0003
Si, 27.1998, 10.8761, 14.9341, 0.0072, 0.0025, -0.0006
Si, 29.9136, 13.5904, 14.9298, 0.0021, -0.0013, -0.0019
Si, 1.3517, 14.9508, 16.2889, 0.0001, -0.0027, -0.0001
Si, 4.0774, 1.3555, 16.2979, -0.0041, 0.0058, 0.0037
Si, 1.3585, 4.0728, 16.3008, -0.0022, 0.0019, -0.0005
Si, 4.0779, 6.789, 16.3098, 0.0031, -0.0027, -0.0045
Si, 1.3503, 9.507, 16.291, 0.0015, -0.0012, -0.0015
Si, 4.0718, 12.2322, 16.3008, 0.0089, 0, -0.0004
Si, 6.7975, 14.9592, 16.3103, 0.0076, -0.0052, 0.0002
Si, 9.5201, 1.3663, 16.3268, -0.0031, 0.0048, 0.0019
Si, 6.8001, 4.0762, 16.3133, -0.0047, 0.0082, -0.0009
Si, 9.5247, 6.8028, 16.3283, 0.0008, -0.0088, 0.0003
Si, 6.7936, 9.5191, 16.3262, -0.0047, 0.0081, -0.0005
Si, 9.5173, 12.2468, 16.3369, -0.0056, 0.0004, -0.001
Si, 12.2357, 14.9716, 16.347, -0.0035, 0.0146, 0.0042
Si, 14.9601, 1.374, 16.3439, -0.0038, 0.0019, -0.0027
Si, 12.2409, 4.0872, 16.3345, 0.0066, -0.0008, -0.0002
Si, 14.9619, 6.8121, 16.3385, -0.0039, -0.0026, -0.0012
Si, 12.2429, 9.5242, 16.341, 0.0109, -0.0046, -0.0004
Si, 14.9652, 12.2485, 16.3425, 0.0057, -0.0035, -0.001
Si, 17.6864, 14.9653, 16.336, 0.0019, 0.0034, -0.004
Si, 20.4074, 1.3666, 16.3275, -0.0002, -0.0039, -0.0039
Si, 17.6773, 4.0895, 16.3392, 0.0052, 0.0001, -0.0003
Si, 20.4018, 6.8078, 16.3317, -0.0041, -0.001, 0.0012
Si, 17.6873, 9.5266, 16.3364, -0.0002, -0.0067, -0.0012
Si, 20.4079, 12.2384, 16.3277, 0.0052, 0.0016, 0.0003
Si, 23.1291, 14.9569, 16.3108, -0.002, -0.0062, -0.0067
Si, 25.8428, 1.3539, 16.3034, 0.0055, -0.0058, -0.001
Si, 23.1217, 4.084, 16.3154, -0.0013, 0.0014, -0.0012
Si, 25.836, 6.7985, 16.3042, -0.003, 0.0044, -0.0017
Si, 23.1226, 9.5169, 16.3197, -0.0018, 0.0022, 0.0002
Si, 25.8465, 12.23, 16.3063, 0.0044, -0.008, -0.0036
Si, 28.5602, 14.9475, 16.2968, 0.0017, -0.0071, -0.0019
Si, -1.3598, 1.3496, 16.2952, 0.0052, -0.0107, -0.0007
Si, 28.5563, 4.0717, 16.2925, 0.0046, 0, -0.0033
Si, -1.3653, 6.7897, 16.288, 0.0023, -0.0003, -0.0034
Si, 28.5526, 9.5144, 16.2941, -0.0146, 0.004, -0.0043
Si, -1.375, 12.2256, 16.2887, -0.0047, 0.0106, -0.0019
Si, 2.7213, -0.0158, 17.6431, 0.0045, 0.0076, -0.0103
Si, 5.4394, 2.7115, 17.6627, 0.0111, -0.0063, -0.0072
Si, 2.7232, 5.4245, 17.6687, 0.0143, 0.0074, -0.0003
Si, 5.4374, 8.146, 17.6758, -0.0041, -0.0122, -0.0005
Si, 2.7093, 10.8663, 17.6486, -0.0098, -0.0098, -0.0053
Si, 5.4398, 13.5888, 17.6559, -0.0043, 0.0047, -0.0075
Si, 8.1574, 0.0004, 17.6716, -0.0071, -0.0066, -0.0135
Si, 10.8839, 2.7245, 17.6908, 0.0037, 0.0083, -0.0067
Si, 8.1711, 5.4284, 17.6728, 0.0011, 0.0088, -0.0116
Si, 10.8831, 8.1608, 17.6959, -0.0021, 0.0025, -0.0056
Si, 8.1549, 10.8821, 17.6873, 0.0011, -0.0043, -0.0012
Si, 10.8725, 13.6109, 17.7034, -0.0032, -0.015, 0.0016
Si, 13.592, 0.0241, 17.7035, 0.0102, -0.0067, -0.0011
Si, 16.3122, 2.7407, 17.7057, -0.0037, -0.0027, 0.0034
Si, 13.5932, 5.458, 17.6918, 0.0095, -0.0009, -0.0133
Si, 16.3235, 8.1707, 17.6972, 0.0038, 0.0083, -0.0079
Si, 13.6051, 10.8855, 17.6981, -0.0019, 0.0072, -0.0051
Si, 16.3247, 13.611, 17.7011, -0.0012, 0, -0.0037
Si, 19.0476, 0.008, 17.6881, -0.0062, 0.0017, 0.0028
Si, 21.7602, 2.7344, 17.6844, 0.0013, 0.0018, 0.0043
Si, 19.0304, 5.4582, 17.6929, -0.0007, -0.0052, -0.0012
Si, 21.7601, 8.1663, 17.6912, 0.0028, -0.0018, -0.0002
Si, 19.0454, 10.8849, 17.6962, 0.0015, -0.0017, -0.0077
Si, 21.7771, 13.5949, 17.676, -0.0017, 0.0119, -0.0067
Si, 24.4842, -0.0029, 17.6683, -0.0074, -0.0069, -0.0037
Si, 27.2011, 2.7137, 17.6597, -0.0077, 0.0003, 0.003
Si, 24.4765, 5.4454, 17.6736, -0.004, -0.0005, -0.0028
Si, 27.188, 8.1652, 17.6596, 0.0097, -0.0041, -0.0059
Si, 24.4868, 10.8737, 17.6729, 0.0074, 0.0088, -0.0021
Si, 27.2106, 13.5833, 17.6641, 0.0016, 0.0147, -0.0056
Si, 29.9218, -0.0149, 17.6523, 0.0024, 0.0068, -0.0038
Si, 0.0049, 2.7036, 17.6557, 0.0038, 0.0074, 0.0013
Si, 29.9138, 5.4331, 17.6466, -0.0021, -0.0088, -0.0022
Si, -0.0063, 8.1444, 17.6502, -0.0031, -0.0058, -0.0032
Si, 29.9082, 10.8695, 17.6576, -0.0006, -0.0037, -0.0069
Si, -0.0177, 13.5911, 17.6374, 0.0022, -0.0089, -0.0129
Si, 1.3674, 1.3301, 19.008, 0.0155, -0.0051, -0.0014
Si, 4.0817, 4.0553, 19.0302, -0.0091, 0.0081, 0.0073
Si, 1.3619, 6.7945, 19.013, -0.0109, -0.0035, -0.0053
Si, 4.0659, 9.5113, 19.0162, 0.0128, 0.0097, -0.0044
Si, 1.3362, 12.2288, 18.9854, -0.0083, 0.0177, -0.0145
Si, 4.0858, 14.9522, 19.0011, 0.0059, -0.0205, -0.0042
Si, 6.8029, 1.3599, 19.0248, -0.0098, 0.0107, -0.0008
Si, 9.5324, 4.0845, 19.0491, 0.0057, -0.01, -0.0068
Si, 6.8136, 6.7816, 19.024, 0.0081, -0.0106, -0.0061
Si, 9.5188, 9.5223, 19.0431, 0.001, 0.0031, 0.0013
Si, 6.795, 12.249, 19.0377, 0.0017, -0.0017, 0.0023
Si, 9.5103, 14.9833, 19.0548, -0.0174, 0.0239, 0.0049
Si, 12.2376, 1.386, 19.0757, -0.0032, 0.0066, 0.0053
Si, 14.9434, 4.1105, 19.0615, -0.015, 0.0136, -0.0077
Si, 12.2398, 6.8067, 19.0667, 0.0208, -0.0165, -0.0053
Si, 14.9661, 9.5276, 19.0596, 0.0189, -0.0169, -0.0071
Si, 12.2412, 12.2458, 19.05, 0.0156, -0.0044, 0.0017
Si, 14.9584, 14.9829, 19.0469, -0.0101, 0.0138, -0.0057
Si, 17.6878, 1.3778, 19.0437, 0.0122, -0.0165, -0.0047
Si, 20.3987, 4.1071, 19.0425, -0.0142, 0.002, -0.0055
Si, 17.6669, 6.8084, 19.0671, 0.0016, 0.0037, -0.0022
Si, 20.394, 9.5173, 19.0602, -0.0048, 0.0084, -0.004
Si, 17.6839, 12.2441, 19.0569, -0.0058, 0.0108, 0.0006
Si, 20.4162, 14.9552, 19.0278, 0.0179, -0.0107, -0.0086
Si, 23.1255, 1.3636, 19.0263, -0.0042, -0.0002, -0.0014
Si, 25.8365, 4.0741, 19.0172, 0.0055, 0.0016, -0.0024
Si, 23.1252, 6.8094, 19.0469, -0.003, -0.0087, -0.0034
Si, 25.838, 9.5185, 19.0434, -0.014, 0.0003, -0.0036
Si, 23.1287, 12.2258, 19.0373, 0.0047, -0.0029, -0.0049
Si, 25.8414, 14.9383, 19.0125, 0.0123, -0.0057, -0.0126
Si, 28.5649, 1.345, 19.0077, 0.0127, -0.017, -0.0027
Si, -1.3627, 4.0705, 18.9968, -0.0068, 0.0035, -0.0083
Si, 28.5478, 6.7964, 18.9978, -0.0151, 0.0168, -0.0126
Si, -1.3752, 9.4985, 19.0027, 0.008, -0.0059, -0.0035
Si, 28.5603, 12.2227, 19.039, -0.0026, 0.002, 0.0008
Si, -1.3701, 14.9359, 19.0148, -0.0026, -0.0028, -0.0003
Si, 0.0039, -0.0321, 20.3584, 0.0072, -0.0015, 0.0015
Si, 2.735, 2.6651, 20.3813, 0.0008, -0.0001, 0.0043
Si, 0.0041, 5.4199, 20.3514, -0.0026, 0.0012, 0.0101
Si, 2.7065, 8.1612, 20.3839, -0.0026, -0.005, 0.015
Si, -0.0205, 10.8699, 20.3429, -0.0015, -0.003, 0.0004
Si, 2.7038, 13.5884, 20.3209, 0.0041, -0.0024, -0.0063
Si, 5.4448, -0.0116, 20.3672, 0.0124, 0.0029, -0.0012
Si, 8.181, 2.7026, 20.3855, -0.0178, 0.0072, -0.0161
Si, 5.4687, 5.4064, 20.3745, 0.0159, 0.0032, 0.0007
Si, 8.1729, 8.1369, 20.3886, -0.0022, 0.0043, -0.0025
Si, 5.4282, 10.8708, 20.3689, -0.0154, 0.0016, 0.0077
Si, 8.1381, 13.6293, 20.4062, 0.0051, -0.0136, 0.0067
Si, 10.8688, 0.0238, 20.427, -0.0052, -0.0104, 0.004
Si, 13.577, 2.7795, 20.4376, 0.0267, 0.0033, 0.0002
Si, 10.8838, 5.4416, 20.4287, -0.0051, 0.0043, -0.0025
Si, 13.6078, 8.1681, 20.4195, -0.0042, 0.0143, -0.0044
Si, 10.8781, 10.8846, 20.4026, -0.0105, -0.0029, 0.0005
Si, 13.5953, 13.6234, 20.3992, 0.0142, 0.0056, 0.0048
Si, 16.32, 0.0277, 20.3986, -0.0084, 0.0034, 0.0096
Si, 19.0366, 2.7531, 20.3986, -0.0005, 0.0113, 0.0101
Si, 16.2855, 5.4706, 20.4355, 0.0009, -0.0068, 0.0016
Si, 19.0233, 8.1658, 20.4284, -0.007, -0.018, 0.0041
Si, 16.3198, 10.8892, 20.4228, 0.0009, 0.0069, 0.0019
Si, 19.07, 13.5964, 20.3952, -0.0028, 0.0105, 0.0035
Si, 21.7701, -0.0016, 20.3803, -0.0078, -0.0067, 0.0045
Si, 24.4813, 2.7218, 20.3869, -0.0029, -0.0012, 0.006
Si, 21.75, 5.4697, 20.4087, 0.0009, 0.0045, 0.0013
Si, 24.4795, 8.1656, 20.4166, 0.0127, 0.0066, 0.0027
Si, 21.7726, 10.868, 20.4062, 0.0038, 0.0066, -0.0016
Si, 24.5011, 13.5757, 20.3887, -0.0055, 0.0055, 0.0014
Si, 27.2072, -0.0278, 20.3552, -0.0083, -0.0042, 0.0033
Si, 29.9254, 2.7106, 20.3571, -0.0014, 0.002, 0.0053
Si, 27.1888, 5.4491, 20.3593, 0.0091, -0.0056, 0.0013
Si, 29.9014, 8.143, 20.3621, -0.0088, -0.0073, 0.0031
Si, 27.1969, 10.8713, 20.4105, 0.0099, -0.0044, -0.0011
Si, 29.9281, 13.5755, 20.3994, 0.0108, 0.0166, 0.0021
O, 3.9207, 11.5801, 28.5458, 0.1254, 0.1893, 0.2818
O, 1.3283, 1.7653, 29.9374, 0.247, -0.1742, 0.3865
O, 10.714, 12.3989, 30.2855, 0.4761, 0.3444, 0.2657
O, 3.927, 0.6818, 28.7148, -0.3025, -0.2517, 0.0476
O, 10.9696, 8.0081, 31.6981, -0.1225, 0.0714, 0.0055
O, 2.6907, -1.3313, 35.3883, 0.0453, 0.3869, 0.5522
O, 2.6853, 5.4415, 27.3397, -0.0869, 0.026, 0.2922
O, 2.9044, 6.8585, 34.9703, 0.022, 0.5255, 0.1008
O, 29.6189, 13.5441, 32.3528, 0.3302, 0.3341, 0.3273
O, 6.3672, 12.6588, 32.9839, 0.0476, 0.1156, 0.17
O, 5.4982, 2.3827, 27.3957, 0.3733, -0.1191, 0.0458
O, 6.24, 8.9836, 28.0779, -0.0333, 0.2639, 0.2923
O, -0.6791, 11.2716, 38.2288, -0.2286, -0.2135, -0.1846
O, 14.5559, 12.3771, 28.3716, 0.0687, -0.3704, 0.1772
O, 10.9478, 4.5464, 37.5012, 0.1332, 0.0589, -0.4942
O, 13.6614, 0.0164, 27.6049, 0.0652, 0.1444, 0.3478
O, 12.5555, 14.1463, 28.5159, -0.556, 0.1514, 0.3338
O, 10.9481, 2.6921, 27.7515, 0.1312, -0.0653, 0.2924
O, 16.238, 8.1813, 27.6634, -0.022, 0.0026, 0.2913
O, 16.3614, 12.6878, 32.6144, -0.1103, -0.1776, -0.0565
O, 18.3238, -1.0481, 28.3591, -0.1441, -0.1299, 0.0918
O, 20.2606, 0.7632, 28.4412, 0.3593, -0.2988, 0.2534
O, 17.0776, 3.7641, 28.4973, -0.2189, 0.4438, 0.52
O, 17.8536, 1.1307, 32.3999, 0.2461, 0.459, 0.162
O, 17.8812, -1.5274, 32.5099, -0.4512, 0.0509, 0.0973
O, 21.8212, 13.7609, 27.6014, 0.0668, 0.0106, 0.3188
O, 21.6906, 10.9649, 37.3942, -0.1032, 0.2152, -0.2826
O, -1.8875, 11.599, 28.3844, -0.4407, 0.0774, 0.071
O, 21.8177, 2.6815, 27.5887, 0.0364, -0.107, 0.2617
O, 24.5008, 10.8606, 27.6349, -0.0667, -0.0234, 0.4905
O, 27.9606, 14.4368, 28.0083, 0.1102, -0.0013, 0.0025
O, 27.212, -1.763, 32.6211, 0.1165, 0.2974, 0.2348
O, 24.2316, 0.2921, 30.692, -0.0536, 0.4972, 0.0694
O, 29.878, -0.0768, 27.5569, -0.1813, 0.1877, 0.5561
O, 14.2304, 4.4118, 34.0518, -0.5527, 0.0499, -0.0702
O, 27.2711, 2.7869, 27.6587, -0.2075, -0.0398, 0.3556
O, -0.6602, 5.4696, 38.6458, 0.0602, -0.2003, -0.0596
O, 2.1279, 9.6709, 28.3379, -0.2232, -0.0011, 0.3215
O, 18.3026, 7.4569, 32.5237, -0.0136, 0.0466, 0.3354
O, 28.4311, -1.315, 37.4096, 0.2796, 0.3004, -0.3537
O, 0.1723, 10.472, 34.9778, -0.3788, -0.3091, 0.3138
O, 23.5643, -0.7111, 28.3456, -0.4083, 0.3136, 0.2043
O, 1.5656, 13.2464, 31.0058, -0.4463, 0.2452, -0.161
O, 10.6445, 8.252, 27.7442, -0.1171, 0.0606, 0.2291
O, 24.9285, -0.7157, 33.0479, 0.0661, 0.3652, 0.3784
O, -1.6539, 11.6311, 33.4801, -0.1271, 0.3751, 0.662
O, 10.9699, 3.6825, 33.5647, 0.3305, -0.2274, 0.3669
O, 4.2859, 10.9768, 32.9491, 0.0574, -0.0555, -0.5255
O, 8.5677, 6.8103, 28.546, -0.3396, -0.2448, 0.0101
O, 20.0334, 6.0659, 31.0881, 0.5126, -0.3106, 0.2139
O, 8.6107, 4.2932, 36.255, 0.0366, 0.2698, -0.2318
O, 1.8372, 4.4124, 30.513, -0.0319, 0.6401, -0.4408
O, 25.333, 12.6024, 36.9154, -0.184, 0.266, -0.2688
O, 27.9175, 2.2511, 33.2136, -0.1687, -0.2273, -0.4637
O, 18.9669, 5.3811, 27.6438, 0.2032, 0.0058, 0.5479
O, 4.674, 0.2506, 38.3396, 0.1645, 0.1483, -0.4721
O, 23.4857, 4.4738, 28.4787, 0.0068, -0.0815, 0.4823
O, 29.0164, 4.6437, 28.4707, -0.1902, 0.069, 0.393
O, 9.9594, 11.2393, 38.463, 0.0986, 0.0693, -0.3861
O, 26.4542, 0.2862, 38.2434, 0.1072, -0.0724, -0.235
O, 22.6777, 8.5818, 37.6315, 0.5679, -0.5159, 0.2905
O, 22.6297, 8.8556, 35.0163, -0.2679, -0.0138, -0.4622
O, 26.3509, -2.1699, 35.0332, 0.0418, 0.5227, 0.3354
O, 1.8634, 12.3574, 35.5598, -0.2728, 0.1778, 0.0764
O, 3.5425, 1.5468, 31.3173, -0.2417, 0.2705, -0.0734
O, 21.0075, 6.6217, 28.6041, 0.2571, -0.3443, 0.1027
O, 20.8277, 5.8075, 38.5887, 0.1954, -0.0727, -0.1494
O, 26.4717, 11.5065, 34.6436, -0.3609, -0.3563, -0.0335
O, 17.2494, 3.829, 37.5735, 0.0352, -0.0052, -0.3475
O, -0.7079, 0.1789, 30.7894, 0.0531, -0.3046, 0.0518
O, 22.4552, -0.1075, 32.6417, -0.2197, -0.1765, -0.0983
O, 15.4124, 9.1347, 35.9088, -0.0615, 0.2093, -0.0315
O, 24.8879, 13.0614, 33.282, 0.1875, -0.2731, -0.4333
O, 14.6879, 1.2973, 37.6574, -0.1914, -0.0433, -0.3344
O, 12.8607, 8.8056, 35.2816, 0.0062, -0.2373, -0.3715
O, 8.2324, 12.7753, 31.1069, -0.481, -0.074, -0.1876
O, 10.1987, -1.0512, 35.0626, 0.2981, 0.4302, -0.3084
O, 1.1716, 3.5506, 28.1907, -0.4382, 0.0154, -0.0205
O, 15.7431, 2.3256, 33.3599, 0.5479, -0.1002, 0.1792
O, 6.0189, 10.0119, 37.4036, -0.6241, 0.2882, -0.2567
O, 24.422, 4.3928, 36.0182, 0.2299, 0.569, -0.0867
O, 24.7559, 2.0814, 37.3465, -0.283, -0.0188, -0.0415
O, -1.7769, 9.2785, 29.816, 0.6335, -0.3925, -0.0714
O, 4.8058, 5.683, 38.4971, 0.021, 0.195, -0.255
O, 7.9633, 10.1538, 35.4372, 0.2257, -0.2324, 0.1011
O, 25.8559, -1.3576, 29.492, 0.1031, -0.1339, 0.0917
O, -0.2042, -0.3998, 38.0039, -0.2893, 0.2231, -0.1688
O, 6.3364, 3.7915, 37.4799, -0.2337, 0.1823, -0.4436
O, 23.3966, 14.2249, 31.2411, 0.177, 0.0399, -0.3178
O, 6.176, -1.6922, 37.3652, -0.216, -0.0081, -0.2252
O, 25.742, 5.8171, 28.389, 0.2946, -0.1719, 0.2327
O, 9.1305, 3.289, 31.7155, -0.1633, -0.3507, -0.7072
O, 17.3952, 10.8436, 35.3498, -0.2141, 0.4169, -0.1391
O, 1.4234, 10.1378, 37.1825, 0.0981, -0.3745, -0.0617
O, 22.3109, 12.7103, 33.1284, -0.5497, -0.2659, 0.2773
O, 11.6379, 9.6454, 37.3569, 0.2704, -0.4696, -0.038
O, 13.5643, 8.0311, 32.2901, 0.0539, 0.2729, 0.5652
O, 18.0971, -2.3566, 38.4895, -0.149, -0.1116, -0.1886
O, -2.7452, 2.6977, 34.8525, -0.1534, 0.1108, 0.7195
O, 6.0718, 4.4055, 28.6955, 0.3209, 0.281, 0.2617
O, 0.1501, 4.9478, 32.3027, 0.0153, -0.1663, 0.2625
O, 2.9712, 4.84, 36.6004, 0.4277, -0.1132, 0.0077
O, 25.1209, 9.2609, 35.5968, 0.1815, 0.4184, -0.1034
O, 0.0234, 11.2653, 30.0814, 0.4122, -0.0456, -0.5046
O, 20.8702, 0.3197, 38.3788, 0.0708, -0.0401, -0.3373
O, 5.5147, 13.5325, 27.741, -0.1231, 0.0273, 0.367
O, 26.3807, 10.8671, 38.4167, -0.1851, 0.0694, 0.0379
O, 12.796, 0.1638, 33.6922, -0.4277, -0.7031, -0.0975
O, 15.6166, 5.9772, 32.6039, 0.0249, 0.1875, 0.0383
O, 8.2856, 2.0235, 37.5397, -0.0721, -0.0956, -0.1925
O, 1.0456, 3.6359, 37.8028, -0.14, -0.3677, -0.0494
O, 0.7402, 6.3276, 36.3828, -0.0355, 0.1348, 0.0226
O, 11.173, -1.7861, 37.5255, 0.1996, -0.579, 0.0526
O, 6.7635, 1.3664, 32.7777, -0.2595, 0.2093, 0.1107
O, 12.435, 13.907, 35.3677, 0.0439, -0.1107, -0.4229
O, 26.705, 5.3169, 38.3315, 0.0968, -0.2917, -0.2958
O, -1.3552, -0.4918, 35.7316, 0.5392, -0.2867, 0.1698
O, -1.332, 5.9809, 28.267, 0.1675, -0.3087, 0.1251
O, 15.4635, 11.1914, 38.4477, 0.0947, -0.1644, -0.5389
O, 17.9856, 10.0362, 28.4583, -0.0858, 0.3809, 0.033
O, 16.4985, 13.6602, 27.4133, -0.1, -0.2204, 0.1356
O, 13.3704, 2.3797, 32.4174, -0.0575, 0.2826, -0.5494
O, 23.7536, 6.9106, 29.5038, 0.0519, 0.0186, -0.0546
O, 19.3746, 12.0105, 37.544, -0.289, -0.4257, -0.1525
O, -0.8777, 1.4504, 28.491, 0.0921, 0.4334, 0.3424
O, 3.2895, 2.3136, 37.5904, 0.108, -0.1366, -0.5757
O, 27.922, 12.5999, 36.5069, 0.1243, -0.4192, 0.4165
O, 14.8351, 13.0574, 34.8919, 0.5241, 0.3732, 0.1895
O, 16.8872, 1.5372, 36.2542, 0.1164, -0.3081, -0.2411
O, 19.2902, -0.2486, 30.6648, 0.7075, -0.2766, 0.0646
O, 6.3136, 12.1487, 36.0852, -0.6901, 0.1968, -0.116
O, 21.13, 13.31, 36.112, -0.2157, 0.1465, -0.2535
O, 18.6941, 7.0757, 37.7134, -0.7033, 0.0096, 0.1458
O, 7.9643, 0.5357, 30.622, 0.4245, 0.0159, 0.3048
O, 4.7141, 3.134, 33.2165, 0.2635, -0.0698, 0.5559
O, 15.5446, 7.5823, 30.6336, 0.28, 0.116, -0.4451
O, 14.6066, 10.0753, 31.0049, 0.0768, 0.2357, -0.3374
O, 6.069, 2.4358, 30.407, 0.3478, -0.0667, -0.0305
O, 22.3156, 4.0917, 37.4418, 0.0627, -0.5918, -0.028
O, 17.3325, 9.5732, 37.6645, 0.5163, -0.0258, -0.0869
O, 2.9046, 7.2648, 37.559, 0.0641, 0.6946, -0.1773
O, 27.0947, 7.9418, 27.5075, -0.0838, 0.025, 0.0209
O, 22.7331, 9.1563, 28.5467, -0.4857, -0.0566, -0.0222
O, 6.9863, 4.415, 32.8274, 0.1596, -0.149, 0.4052
O, 23.5354, 11.563, 31.1341, 0.0325, -0.1665, -0.5597
O, 25.6934, 3.2607, 32.648, -0.1799, -0.3568, -0.3249
O, 20.0745, 11.026, 35.257, 0.3282, -0.4215, -0.3765
O, 14.1092, 6.6037, 28.3148, 0.0118, 0.2149, 0.3049
O, 29.3049, -0.5601, 31.2309, -0.3514, 0.2742, -0.3231
O, 28.5893, 9.5042, 28.75, -0.0495, 0.4071, 0.3499
O, 1.9729, 2.7793, 35.4351, 0.479, -0.0484, -0.5523
O, -0.2891, 2.9234, 34.1341, 0.0094, 0.0345, -0.6915
O, -2.3416, 13.1302, 37.4561, 0.1148, 0.1741, -0.1868
O, 8.4932, -2.009, 33.1967, -0.0525, 0.2272, -0.5939
O, 12.2938, 0.1087, 36.1956, -0.1955, 0.2205, 0.2443
O, -1.7855, 7.0453, 37.0983, -0.4931, 0.4981, -0.3147
O, 14.862, -0.0601, 35.469, 0.3263, -0.3197, -0.0971
O, 9.9814, 0.2703, 38.4485, 0.1943, 0.0814, -0.6078
O, 21.5752, -0.4544, 35.1617, 0.0619, 0.2356, 0.1382
O, 11.7611, 10.3051, 28.8696, -0.0213, 0.3608, 0.0738
O, 11.9743, 6.0649, 33.0583, 0.231, -0.2264, 0.4755
O, 16.333, 2.6368, 30.8195, 0.0003, 0.3996, 0.3496
O, 3.0636, -0.9847, 30.4688, -0.351, -0.306, -0.2226
O, 13.9034, 7.508, 37.3587, -0.2547, -0.0417, -0.0007
O, 27.3376, 8.8648, 37.0482, 0.607, -0.1095, -0.4534
O, 9.0936, 9.2038, 33.1587, -0.4744, -0.5005, 0.2368
O, 23.1878, 3.7488, 32.6661, -0.2672, 0.1059, -0.4844
O, 7.9946, 5.3416, 30.5901, 0.1393, -0.1621, -0.429
O, 17.5863, 9.5654, 30.9988, -0.4996, 0.4107, -0.017
O, -0.892, 7.2531, 34.6268, 0.3358, -0.1149, -0.0004
O, 18.6342, 9.891, 33.3252, 0.4693, -0.3427, 0.0356
O, 28.6194, 8.81, 31.2959, -0.0684, 0.2324, -0.1009
O, 19.7608, 12.5546, 28.5881, -0.3108, -0.1535, 0.2084
O, 18.6996, 12.5169, 33.651, 0.3195, 0.242, 0.3464
O, 14.5765, 6.8411, 34.9041, -0.1276, 0.0804, -0.2796
O, 28.8395, 3.2079, 38.3777, -0.0071, 0.04, -0.4221
O, 0.8228, 11.2819, 32.5887, 0.3846, 0.0136, 0.1717
O, 8.9914, 12.7859, 28.4875, -0.2721, 0.4054, 0.1748
O, 10.5268, 5.7543, 35.2371, 0.5544, 0.3217, -0.0697
O, 13.3702, 12.4857, 30.5367, -0.2256, 0.1692, 0.1696
O, 27.8998, 13.5748, 30.3873, 0.0333, -0.5279, 0.1389
O, 10.5824, 10.2996, 34.998, -0.0134, -0.0616, -0.2421
O, 0.9861, 0.5391, 34.3508, -0.6166, -0.2759, -0.0352
O, 2.1419, -1.3083, 32.8771, -0.4116, -0.2754, 0.1024
O, 9.3456, 5.6129, 32.8891, -0.0659, 0.6665, 0.2265
O, 19.9304, -0.1587, 33.2345, 0.0903, -0.2705, 0.4949
O, 12.7867, 2.941, 38.3959, -0.0623, -0.1512, -0.2605
O, 2.5217, 10.8327, 30.6476, 0.2023, -0.257, 0.6532
O, 3.6877, 13.0934, 37.1605, 0.2746, 0.0291, -0.343
O, -2.4569, 11.4616, 30.9573, -0.4609, 0.0614, -0.2571
O, 6.9881, 2.4243, 35.2817, -0.6777, 0.1372, -0.1099
O, 22.652, -1.3164, 37.4219, 0.4568, -0.0943, -0.1401
O, 17.84, 1.3714, 29.1349, -0.0297, 0.113, -0.2386
O, 25.2523, 7.2744, 37.3233, -0.6238, 0.0382, -0.3319
O, 9.1337, 1.8619, 33.8981, 0.1919, -0.2076, 0.3423
O, 12.5729, 6.3576, 30.4743, -0.48, 0.1471, -0.0038
O, 4.2312, 13.0704, 34.5487, 0.5166, 0.2862, 0.1104
O, 24.7294, 4.8031, 30.7249, 0.0653, -0.1342, 0.0037
O, 21.7914, 8.0391, 30.6928, -0.0848, 0.2122, 0.5064
O, 13.9486, 11.7699, 32.9229, 0.0203, -0.3791, 0.3033
O, 13.9448, 13.0716, 37.4105, -0.2213, 0.538, -0.1676
O, -2.3221, 1.5183, 32.4522, -0.0183, 0.3888, -0.1554
O, 17.9095, 8.2605, 35.5288, -0.0336, 0.0235, -0.5965
O, -1.9872, 4.8937, 30.536, -0.0685, -0.568, -0.0161
O, 22.0138, 4.2594, 34.8797, -0.707, 0.1186, -0.0916
O, 21.2207, 12.8299, 30.7559, 0.0765, 0.3774, -0.1021
O, 2.2084, 3.2602, 32.7869, -0.1317, -0.1153, 0.3747
O, -1.5274, -0.8557, 33.159, 0.3253, -0.1093, 0.1078
O, 16.0678, 8.8779, 32.888, -0.1914, -0.0374, 0.7996
O, 8.441, 7.8417, 31.0435, -0.3352, 0.0478, 0.1845
O, 8.0375, 10.7372, 27.4162, 0.0664, 0.0391, 0.1345
O, 5.4296, 9.8278, 34.9147, 0.2285, -0.0985, -0.217
O, 12.0805, 10.5339, 31.4944, -0.0748, -0.2668, 0.5594
O, 29.5025, 8.2039, 33.6877, -0.2861, 0.3785, 0.4827
O, 27.2905, 4.715, 34.1486, 0.3066, 0.0487, 0.1297
O, 9.3866, 0.7225, 28.5252, 0.3447, 0.1434, 0.2532
O, 14.854, 5.0559, 30.2292, 0.001, -0.7085, 0.188
O, 27.1382, 9.2411, 33.4883, -0.128, -0.1007, 0.6132
O, 9.2794, 6.5629, 37.459, 0.3034, 0.0089, -0.184
O, 7.3319, -0.952, 28.4717, -0.0799, -0.0057, 0.2408
O, 13.0448, -0.0436, 31.1827, -0.4159, 0.0849, -0.4689
O, 1.7317, -2.2497, 38.3897, -0.1577, -0.2333, -0.246
O, 8.816, 11.7504, 33.526, 0.0963, 0.0538, -0.112
O, 14.7062, -1.7033, 29.9766, 0.1741, 0.0705, -0.2026
O, 4.0432, 13.3943, 31.9549, 0.3734, 0.0135, -0.2834
O, 2.7933, 9.9691, 34.9291, 0.0228, -0.3239, 0.0593
O, 7.5082, 8.2527, 38.4096, -0.14, 0.0993, -0.2415
O, 29.3437, 7.0456, 29.546, -0.4342, -0.0802, 0.1
O, -2.3125, 1.1839, 37.5521, -0.0393, -0.1328, -0.2386
O, -0.1549, 13.5583, 27.7278, -0.2011, -0.2583, 0.5051
O, 23.587, 11.3762, 35.0253, 0.0446, 0.0976, 0.5879
O, 14.4116, -1.9114, 32.5966, -0.0519, 0.1695, 0.1851
O, 0.8512, -0.55, 28.7053, 0.5658, 0.0023, 0.1792
O, -0.8062, 9.2318, 32.8878, 0.0021, -0.2245, -0.2257
O, 5.4691, -0.0326, 30.8449, 0.0617, -0.371, 0.0375
O, 9.7131, 10.0177, 30.6386, -0.3409, 0.2397, -0.0645
O, 4.3448, 9.2365, 29.8014, -0.1408, 0.0172, 0.6981
O, 19.3007, 8.1345, 29.6915, -0.1112, -0.1391, 0.066
O, 29.1001, 0.2252, 34.3891, -0.7328, -0.2258, 0.1049
O, 15.5488, 5.6872, 38.3327, 0.2263, 0.1239, -0.3324
O, 18.6086, 4.8844, 33.0275, 0.0238, -0.5418, -0.2921
O, 0.1552, 8.0604, 27.5558, 0.0684, -0.0171, 0.497
O, 6.2528, 7.2399, 29.9554, -0.3386, -0.1146, 0.5943
O, -0.0846, 1.6712, 36.4226, -0.1289, 0.4676, 0.5071
O, -3.0838, -2.2262, 35.1161, -0.2624, -0.3878, -0.3108
O, 4.944, 4.6608, 31.1066, -0.5132, 0.3495, -0.1753
O, 24.0877, 9.7486, 33.1184, -0.2158, -0.385, -0.0942
O, 4.3127, 7.1596, 28.2713, -0.2698, -0.2922, 0.2373
O, 28.4172, 11.3799, 32.9128, 0.0926, 0.0357, -0.0158
O, 4.8934, 5.8252, 33.4819, 0.2741, 0.2175, 0.4282
O, 2.5123, 5.9996, 32.5373, -0.0736, 0.2385, 0.0284
O, 3.6765, 3.2484, 29.2414, 0.1418, -0.114, -0.3119
O, 19.1363, 5.9406, 35.3552, 0.5127, -0.2283, -0.1502
O, -1.5535, 6.9074, 32.076, 0.174, 0.1692, -0.6065
O, 26.5225, 7.0698, 35.0923, 0.0904, -0.1222, 0.0049
O, 20.5231, 7.9999, 36.1575, 0.0457, 0.2038, 0.0453
O, 8.1267, 13.8998, 35.723, 0.4012, -0.4088, 0.1229
O, 10.9933, 1.4186, 32.1034, -0.2007, -0.113, -0.1505
O, 23.4115, 14.0157, 35.1443, 0.7595, 0.0323, 0.1136
O, 22.6958, 6.4441, 36.1517, 0.35, 0.0818, 0.1217
O, 26.2623, 12.5275, 28.5739, 0.1462, -0.1678, 0.6383
O, 21.4064, 1.9335, 33.7683, -0.7765, 0.1757, -0.0646
O, 26.2463, 2.5995, 35.2239, 0.2717, -0.2875, 0.3612
O, 18.4633, 3.3995, 35.2677, 0.322, -0.4045, -0.4912
O, 23.6939, 2.2146, 34.867, 0.1699, -0.7078, 0.1043
O, 19.1847, 2.0676, 37.4342, 0.2996, -0.0534, -0.3592
O, 25.0616, 5.7227, 33.1874, -0.2472, 0.2718, -0.0518
O, 17.4293, 5.6757, 30.7803, 0.0246, -0.1567, -0.6641
O, 27.4319, 6.8336, 32.6455, -0.1536, -0.0593, -0.4318
O, 15.3245, 1.8003, 28.5235, -0.1716, 0.1257, 0.2609
O, -2.1823, 4.5621, 33.1634, -0.4204, -0.0061, -0.0638
O, 3.9557, 8.3218, 33.2022, 0.0087, 0.1852, -0.5682
O, 15.5788, 0.2353, 31.6091, 0.086, -0.2173, 0.0056
O, 9.4689, -1.5081, 29.9719, 0.2848, 0.3784, 0.3918
O, 16.6554, 5.225, 34.8419, -0.0587, 0.0559, 0.3799
O, 25.5095, 1.0597, 28.5076, 0.1122, 0.431, 0.5244
O, 16.3709, -0.717, 37.524, -0.1856, -0.1601, -0.3794
O, 12.8784, 11.3666, 35.7565, -0.0414, -0.1111, -0.2122
O, 13.6418, 2.1787, 35.0508, -0.3078, 0.492, 0.5528
O, 24.3228, 9.1643, 30.654, 0.4686, -0.0459, 0.02
O, 7.9293, 12.8848, 38.0383, 0.0071, 0.0631, 0.0552
O, 3.4096, 0.8846, 33.8013, 0.4956, 0.0772, 0.187
O, 18.5631, 12.7731, 30.9985, -0.1001, 0.0365, -0.1624
O, -1.3358, 4.8518, 35.6559, -0.0704, 0.0118, 0.4703
O, 26.0025, 10.9568, 31.9391, 0.0721, 0.4795, -0.2145
O, 19.8704, 10.618, 30.2573, 0.5517, -0.2084, 0.0122
O, 7.7085, -0.0617, 34.7821, -0.3458, -0.217, 0.5321
O, 12.7247, 4.4121, 28.6851, -0.1583, -0.3254, 0.4752

Results
total energy: -218731.621 eV
total energy less fixed offsets of O -438.35, Si -107.03 eV per atom: -12.901 eV
